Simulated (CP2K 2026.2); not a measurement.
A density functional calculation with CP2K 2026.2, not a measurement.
Periodic cell of 2016 atoms, Si1440O576, from a study of silicon, its oxide and their interface. The atomic structure is a simulated model.
Doubt: the forces sum to 5.97 eV/angstrom along one axis rather than to zero, so they err by at least 0.0030 eV/angstrom per atom on average; the grid cutoff is modest.

Settings: functional PBE; method Gaussian and plane waves; basis set DZVP-MOLOPT-SR-GTH; pseudopotentials GTH-PBE; grid cutoff 300 Ry, relative cutoff 40 Ry; k points Gamma only; occupations fixed; spin none; net charge 0.

Cell vectors (angstrom)
a 65.28 0 0
b 0 16.32 0
c 2.7085 -2.391 33.2901

Atoms and the computed forces on them: element, x, y, z (angstrom), force x, y, z (eV/angstrom)
Si 1.603 -1.838 -0.175 -0.216 0.374 0.71
Si 4.135 1.156 -0.214 -0.462 0.395 0.626
Si 1.53 4.14 0.177 -0.104 0.075 0.623
Si 3.697 7.001 0.092 0.306 -0.105 0.638
Si 1.462 -7.156 0.185 -0.098 0.228 0.698
Si 3.789 -3.987 0.346 0.047 0.078 0.675
Si 6.398 -1.081 -0.076 0.328 -0.324 0.701
Si 9.048 1.556 -0.251 0.241 -0.1 0.54
Si 6.753 3.73 -0.007 -0.028 0.25 0.713
Si 9.221 6.994 -0.043 0.116 -0.275 0.784
Si 7.021 9.26 -0.016 -0.156 0.263 0.787
Si 9.687 -3.916 -0.301 -0.064 -0.074 0.808
Si 12.686 -1.099 -0.494 -0.101 -0.088 0.786
Si 15.745 0.704 -0.034 -0.079 0.248 0.75
Si 12.46 3.846 -0.016 -0.265 0.179 0.488
Si 14.66 6.939 -0.01 0.233 -0.102 0.696
Si 12.333 -7.253 -0.16 -0.121 0.365 0.704
Si 15.298 -4.458 0.039 -0.259 0.212 0.788
Si 17.84 -1.473 0.392 0.012 -0.026 0.588
Si 20.254 1.47 0.136 0.175 -0.043 0.662
Si 18.164 3.824 -0.081 -0.253 0.085 0.681
Si 20.78 6.609 0.2 -0.18 0.176 0.734
Si 17.546 -6.689 -0.001 0.263 -0.197 0.725
Si 19.974 12.662 -0.062 0.297 -0.104 0.799
Si 23.532 -1.384 0.122 -0.334 0.121 0.632
Si 26.197 0.959 0.159 -0.057 0.231 0.766
Si 22.964 4.344 0.199 0.083 -0.244 0.707
Si 26.077 6.363 -0.03 -0.128 0.299 0.74
Si 23.352 9.869 0.044 -0.222 -0.175 0.579
Si 25.676 12.587 0.204 0.218 -0.109 0.629
Si 28.566 -1.073 0.178 0.044 -0.188 0.699
Si 31.53 1.235 0.2 -0.164 0.148 0.789
Si 28.395 4.223 -0.059 0.188 -0.182 0.751
Si 31.119 6.938 -0.013 0.182 -0.196 0.763
Si 28.826 9.161 -0.08 -0.264 0.209 0.633
Si 31.324 11.954 0.192 -0.089 0.366 0.655
Si 33.707 -1.051 0.051 0.213 -0.278 0.74
Si 36.532 1.674 -0.115 0.174 -0.293 0.666
Si 34.248 3.844 0.053 -0.076 0.178 0.824
Si 37.051 6.658 -0.12 -0.183 0.094 0.726
Si 33.702 9.837 0.089 0.3 -0.363 0.619
Si 37.035 12.116 0.29 -0.224 0.04 0.648
Si 39.642 -1.748 0.292 0.003 0.201 0.712
Si -22.828 1.068 0.211 -0.137 0.154 0.823
Si 39.173 4.351 0.113 0.077 0.042 0.741
Si -23.067 6.865 0.364 -0.238 0.112 0.679
Si 39.188 9.869 0.123 0.138 -0.199 0.837
Si -23.387 12.48 0.218 0.201 -0.065 0.738
Si -20.552 -1.04 0.219 0.039 -0.263 0.776
Si -17.705 1.597 0.237 0.247 -0.375 0.675
Si -20.08 3.715 0.226 -0.252 0.312 0.715
Si -17.994 6.974 0.065 0.075 -0.07 0.663
Si -20.185 9.229 0.031 -0.042 0.215 0.677
Si -17.301 11.986 0.08 -0.18 -0.03 0.702
Si -14.843 -1.444 0.266 -0.277 0.156 0.614
Si -12.31 1.396 0.466 0.015 0.021 0.543
Si -14.527 3.483 0.07 -0.094 0.285 0.784
Si -11.871 6.413 -0.091 -0.087 0.109 0.799
Si -15.194 9.675 -0.03 0.079 -0.097 0.764
Si -12.798 12.454 -0.022 0.516 -0.2 0.577
Si -10.265 -0.854 -0.034 0.248 -0.087 0.881
Si -7.57 1.961 -0.139 0.221 -0.15 0.763
Si -9.676 4.251 0.33 -0.046 0.077 0.527
Si -6.915 7.28 0.085 0.11 -0.331 0.67
Si -9.245 -6.931 -0.067 -0.29 0.172 0.747
Si -6.872 -3.959 -0.3 0.057 -0.07 0.772
Si -3.868 -1.501 -0.141 -0.177 0.166 0.691
Si -1.575 1.917 -0.045 0.225 -0.434 0.629
Si -3.995 4.013 -0.077 -0.285 0.224 0.681
Si -1.583 7.098 0.403 0.183 -0.473 0.56
Si -3.928 -7.031 0.436 -0.161 0.356 0.658
Si -1.681 -3.774 0.095 0.15 -0.129 0.755
Si 2.569 -0.034 1.099 0.029 -0.035 -0.081
Si 5.258 2.615 1.345 -0.016 -0.065 -0.001
Si 2.558 5.64 1.6 0.072 -0.042 -0.081
Si 5.397 8.142 1.274 -0.027 0.008 -0.026
Si 2.501 -5.484 1.489 -0.044 -0.102 -0.004
Si 5.403 -2.68 1.351 0.072 0.011 0
Si 8.073 -0.014 1.187 -0.045 -0.031 0.009
Si 10.77 2.644 1.073 -0.046 -0.047 0.025
Si 8.03 5.364 1.171 -0.013 -0.022 -0.07
Si 10.838 -8.267 1.312 -0.041 -0.019 -0.047
Si 8.24 -5.337 1.104 -0.017 0.069 -0.078
Si 11.113 -2.527 0.937 0.019 0.106 -0.005
Si 13.944 -0.163 1.273 -0.105 0.056 -0.064
Si 16.522 2.629 1.15 -0.048 0.056 -0.071
Si 13.586 5.38 1.342 0.024 -0.023 -0.039
Si 16.332 -8.263 1.253 -0.057 0.015 -0.065
Si 13.53 -5.553 1.12 0.004 -0.014 -0.021
Si 16.351 -2.882 1.468 -0.025 -0.04 -0.041
Si 19.156 0.006 1.586 -0.005 -0.038 -0.037
Si 21.861 2.649 1.379 -0.009 0.004 -0.058
Si 19.134 5.424 1.354 0.018 0 -0.071
Si 21.965 8.302 1.316 0.04 0.06 -0.062
Si 19.097 10.892 1.279 -0.017 -0.031 -0.049
Si 21.754 -2.599 1.184 0.035 -0.03 -0.075
Si 24.658 -0.028 1.611 -0.006 0.017 -0.01
Si 27.261 2.691 1.328 -0.013 0.019 -0.059
Si 24.552 5.432 1.483 0.027 -0.025 -0.006
Si 27.185 8.073 1.21 -0.033 0.007 -0.044
Si 24.574 11.052 1.561 0.042 0.002 -0.005
Si 27.35 -2.675 1.417 0.024 0.01 -0.035
Si 29.995 0.097 1.548 0.036 0.04 -0.047
Si 32.734 2.75 1.467 0.044 0.007 -0.047
Si 29.945 5.389 1.302 -0.046 -0.001 -0.023
Si 32.696 8.087 1.303 -0.023 0.048 -0.034
Si 29.8 10.761 1.416 -0.035 -0.066 0.018
Si 32.588 -2.707 1.339 0.042 0.008 -0.055
Si 35.439 0.01 1.239 0.004 0.042 -0.012
Si 38.033 2.752 1.364 0.002 -0.023 -0.03
Si 35.44 5.486 1.235 0.023 -0.009 -0.083
Si 38.088 8.188 1.351 -0.013 0.014 -0.067
Si 35.326 10.943 1.385 0.023 0.004 -0.048
Si 38.185 -2.817 1.741 0 -0.001 -0.006
Si -24.477 -0.059 1.427 0.021 0.016 -0.058
Si -21.735 2.677 1.51 -0.039 -0.008 -0.05
Si -24.558 5.482 1.48 -0.03 -0.033 -0.032
Si -21.72 8.28 1.556 0.066 0.015 -0.015
Si -24.515 10.919 1.524 -0.003 0.008 -0.08
Si -21.739 -2.686 1.425 0.024 0.001 -0.051
Si -18.934 0.01 1.498 -0.01 0.015 -0.061
Si -16.171 2.696 1.584 -0.033 0.038 -0.037
Si -19.047 5.418 1.46 -0.049 0.025 -0.027
Si -16.375 8.139 1.306 -0.009 0.002 -0.061
Si -18.98 10.829 1.294 -0.031 0.047 -0.017
Si -16.308 -2.77 1.51 -0.02 0.018 -0.03
Si -13.702 0.017 1.677 -0.009 -0.025 -0.016
Si -10.939 2.82 1.662 -0.007 0.016 -0.016
Si -13.54 5.335 1.219 -0.049 -0.001 -0.097
Si -10.857 8.158 1.189 0.008 0.026 -0.089
Si -13.701 10.828 1.382 -0.018 -0.037 -0.075
Si -11.074 -2.692 1.222 -0.022 -0.076 -0.035
Si -8.452 0.169 1.167 0.028 -0.047 -0.082
Si -5.672 2.837 1.114 0.014 -0.043 -0.067
Si -8.101 5.614 1.346 0.001 0.063 -0.027
Si -5.543 8.248 1.69 -0.022 -0.064 0.034
Si -8.146 -5.321 1.24 0.006 0.035 -0.107
Si -5.513 -2.628 1.143 -0.016 0.019 -0.101
Si -2.707 0.13 1.104 0.025 0.052 0.008
Si 0.04 2.785 1.434 0.017 -0.028 -0.044
Si -2.805 5.41 1.408 -0.004 0.002 -0.033
Si -0.018 8.194 1.702 0.048 0.021 -0.021
Si -2.79 -5.308 1.455 -0.004 0.017 -0.05
Si -0.035 -2.694 1.311 0.027 0.009 -0.063
Si 1.322 1.292 2.65 0.031 -0.076 0.019
Si 3.999 4.099 2.694 -0.039 0.013 0.01
Si 1.269 6.863 3.047 0.012 -0.019 0.071
Si 4.044 9.51 2.69 -0.002 -0.01 0.028
Si 1.191 -4.072 2.786 -0.005 0.04 0.018
Si 3.983 -1.293 2.613 -0.044 0.031 0.035
Si 6.729 1.314 2.649 -0.001 -0.024 0.012
Si 9.472 4.033 2.524 0.037 -0.008 -0.013
Si 6.742 6.749 2.616 0.019 0.009 -0.003
Si 9.529 -6.737 2.555 -0.006 -0.018 0.012
Si 6.85 -4.07 2.569 -0.003 -0.029 0.005
Si 9.601 -1.351 2.419 -0.028 -0.037 -0.001
Si 12.313 1.282 2.411 -0.046 -0.021 -0.009
Si 15.064 3.979 2.53 0.057 -0.013 0.042
Si 12.198 6.716 2.685 -0.007 0.015 0.033
Si 14.933 -6.863 2.578 0.011 0.027 0.06
Si 12.286 -4.022 2.45 0.03 0.008 -0.068
Si 15.036 -1.495 2.794 0.076 0 0.051
Si 17.739 1.402 2.773 -0.047 0.045 0.049
Si 20.488 4.055 2.732 0.023 -0.013 0.048
Si 17.7 6.752 2.648 0.03 0.018 0.001
Si 20.489 9.562 2.649 -0.02 -0.022 -0.014
Si 17.753 12.128 2.771 0.018 -0.014 0.076
Si 20.553 -1.363 2.796 0.019 -0.062 0.039
Si 23.214 1.36 2.8 -0.037 0.008 -0.014
Si 25.89 4.005 2.756 0.021 -0.01 0.023
Si 23.239 6.906 2.75 -0.007 0.015 0.001
Si 25.922 9.494 2.682 0.024 -0.054 0.004
Si 23.059 12.367 2.722 -0.041 0.071 0.043
Si 25.984 -1.412 2.891 0.018 -0.03 0.05
Si 28.591 1.434 2.819 -0.015 0.005 0.033
Si 31.303 4.094 2.731 -0.022 -0.004 -0.019
Si 28.566 6.769 2.667 -0.002 0.009 0.028
Si 31.289 9.445 2.702 0.03 0.003 0.035
Si 28.557 12.185 2.779 0.022 0.04 -0.003
Si 31.291 -1.395 2.795 -0.004 -0.01 0.033
Si 34.085 1.315 2.744 0.033 -0.034 0.009
Si 36.7 4.115 2.728 -0.021 0.018 0.018
Si 34.055 6.763 2.667 -0.003 -0.014 -0.029
Si 36.666 9.499 2.716 0.028 0.021 0.031
Si 33.981 12.304 2.74 -0.011 0.01 0.013
Si 36.715 -1.324 2.748 -0.045 0.016 0.01
Si -25.859 1.364 2.701 0.023 0.011 -0.026
Si -23.155 4.072 2.769 0.001 -0.003 0.012
Si -25.875 6.867 2.811 0 0.01 0.01
Si -23.117 9.593 2.852 -0.041 -0.004 0.03
Si -25.785 12.154 3.039 0.038 -0.027 0.057
Si -23.104 -1.378 2.841 0 -0.004 0.01
Si -20.324 1.361 2.866 -0.005 0.01 0.031
Si -17.594 4.131 2.807 -0.024 -0.004 0.001
Si -20.421 6.77 2.824 0.021 -0.013 0.024
Si -17.687 9.481 2.747 0.01 0.002 -0.005
Si -20.364 12.199 2.692 0.007 -0.009 -0.013
Si -17.689 -1.43 2.839 -0.003 0.003 0.022
Si -15.021 1.327 3.027 0.01 -0.004 0.064
Si -12.351 4.151 2.881 -0.023 0.026 0.042
Si -14.937 6.752 2.582 0.034 -0.027 -0.031
Si -12.229 9.485 2.61 0.01 -0.015 0.006
Si -14.962 12.187 2.846 0.02 0.004 0.024
Si -12.303 -1.443 2.826 0.014 -0.032 0.053
Si -9.57 1.38 2.838 0.024 -0.026 0.054
Si -6.825 4.166 2.687 -0.003 -0.005 -0.006
Si -9.519 6.92 2.703 -0.01 0.005 0.036
Si -6.914 -6.615 2.821 -0.033 0.062 0.013
Si -9.591 12.33 2.557 -0.003 -0.022 0.029
Si -6.951 -1.247 2.456 -0.027 0.043 0.023
Si -4.213 1.422 2.466 0.018 0.042 0.018
Si -1.383 4.114 2.764 -0.002 0.097 0.013
Si -4.139 6.773 2.833 0.063 -0.011 0.026
Si -1.43 -6.664 2.845 -0.027 0.026 0.033
Si -4.229 -3.943 2.685 -0.007 0 0.018
Si -1.395 -1.228 2.584 -0.015 0.001 0.007
Si -0.054 0.02 4.044 0.009 -0.022 0.033
Si 2.666 2.698 4.024 -0.004 0.002 -0.032
Si -0.109 5.436 4.227 -0.025 -0.013 0.03
Si 2.743 8.232 4.19 0.012 0.052 -0.011
Si -0.101 -5.358 4.217 0.013 0.018 0.027
Si 2.658 -2.679 4.006 0.007 -0.002 -0.02
Si 5.377 -0.008 4.021 0.003 -0.01 -0.027
Si 8.134 2.704 3.944 -0.027 0.023 -0.013
Si 5.414 5.427 4.037 -0.036 0.04 -0.029
Si 8.146 -8.142 3.91 -0.014 0.003 -0.024
Si 5.452 -5.408 3.966 -0.013 0.022 -0.037
Si 8.235 -2.691 3.874 -0.013 0.031 0.019
Si 10.931 -0.011 3.852 0.022 0.017 -0.024
Si 13.622 2.663 3.867 -0.004 -0.021 -0.01
Si 10.817 5.362 3.972 -0.025 -0.029 0.014
Si 13.594 -8.2 3.979 0.017 0.008 -0.008
Si 10.917 -5.376 3.884 -0.02 0.026 -0.02
Si 13.588 -2.807 4.02 -0.026 -0.032 0.032
Si 16.371 -0.021 4.067 -0.01 0.04 -0.021
Si 19.107 2.742 4.119 0.03 -0.024 -0.011
Si 16.351 5.37 3.978 -0.032 -0.021 -0.008
Si 19.084 8.158 3.974 -0.011 0.021 -0.021
Si 16.308 10.785 4.026 -0.059 0.011 -0.028
Si 19.113 -2.75 4.076 0.004 -0.009 -0.038
Si 21.865 0 4.16 0.005 -0.005 0.005
Si 24.535 2.717 4.16 0.021 0.016 0.015
Si 21.838 5.479 4.049 -0.007 -0.027 -0.037
Si 24.576 8.206 4.124 0.009 -0.003 0.021
Si 21.779 10.923 4.076 0.014 0.011 -0.032
Si 24.494 -2.718 4.145 0.006 -0.021 -0.022
Si 27.279 0.026 4.188 -0.012 -0.002 -0.02
Si 29.967 2.766 4.146 -0.022 -0.008 -0.013
Si 27.241 5.417 4.078 0.009 0.017 -0.026
Si 29.931 8.11 4.074 -0.008 -0.017 -0.042
Si 27.214 10.837 4.118 -0.036 -0.004 0.026
Si 29.932 -2.764 4.127 -0.005 0.015 -0.012
Si 32.685 -0.026 4.11 0.022 0.016 -0.033
Si 35.377 2.726 4.108 -0.017 0.021 -0.023
Si 32.669 5.448 4.066 0.018 0.008 0.002
Si 35.344 8.132 4.088 0.011 0.014 -0.01
Si 32.63 10.866 4.056 -0.019 -0.009 -0.031
Si 35.351 -2.69 4.109 -0.003 0.005 0.011
Si -27.2 0.023 4.103 -0.004 -0.007 0.003
Si -24.501 2.694 4.105 -0.001 0.016 0.005
Si -27.225 5.454 4.119 0.01 -0.033 -0.017
Si -24.475 8.18 4.162 -0.011 -0.03 -0.012
Si -27.253 10.783 4.194 -0.002 -0.017 -0.013
Si -24.419 -2.725 4.252 0.019 0.011 0.004
Si -21.728 -0.012 4.177 -0.002 -0.026 -0.043
Si -18.977 2.753 4.169 0.004 0.008 -0.017
Si -21.795 5.415 4.15 0.033 0.003 0.005
Si -19.028 8.132 4.138 -0.032 0.022 -0.008
Si -21.721 10.921 4.154 0.021 0.023 -0.006
Si -19.065 -2.785 4.146 -0.016 -0.011 -0.017
Si -16.384 -0.077 4.259 0.017 -0.017 -0.009
Si -13.632 2.742 4.255 0.008 0.015 -0.008
Si -16.248 5.489 4.119 0.002 0.004 0.002
Si -13.596 8.131 3.995 -0.013 -0.012 -0.044
Si -16.348 10.825 4.145 -0.036 0.023 -0.005
Si -13.623 -2.774 4.203 -0.027 0.006 0.021
Si -10.934 -0.023 4.14 -0.008 0.008 -0.034
Si -8.169 2.784 4.08 -0.005 0.011 -0.003
Si -10.887 5.53 4.097 0.025 -0.021 -0.058
Si -8.233 8.265 4.125 0.013 -0.047 -0.008
Si -10.895 10.902 3.972 0.017 0.025 -0.023
Si -8.229 -2.631 3.938 0.014 0.007 -0.032
Si -5.54 0.061 3.892 0.018 -0.031 -0.034
Si -2.834 2.717 3.978 -0.004 -0.065 -0.068
Si -5.496 5.436 4.151 -0.008 -0.028 -0.005
Si -2.786 8.21 4.124 -0.007 -0.017 -0.013
Si -5.506 -5.302 4.122 0.027 -0.01 0.013
Si -2.788 -2.593 3.975 0.048 -0.023 -0.041
Si 1.37 -1.255 16.259 0.02 -0.023 0.026
Si 4.123 1.452 16.24 0.011 0.016 0.009
Si 1.364 4.169 16.248 0.032 -0.006 0.014
Si 4.079 6.901 16.235 0.019 -0.013 0.007
Si 1.372 -6.708 16.287 0.007 0.017 0.007
Si 4.069 -3.984 16.218 -0.004 -0.011 -0.007
Si 6.788 -1.271 16.222 -0.001 0.015 0.027
Si 9.569 1.478 16.169 0.017 0.009 -0.014
Si 6.826 4.198 16.197 0.002 -0.019 0.003
Si 9.526 -9.413 16.179 0.001 -0.008 0.001
Si 6.812 -6.697 16.2 0.008 -0.014 0.009
Si 9.524 -3.97 16.229 0.019 -0.009 0.008
Si 12.247 -1.289 16.234 -0.002 0.007 0.008
Si 14.983 1.417 16.243 0.01 0.005 0.009
Si 12.26 4.173 16.182 0 0.002 -0.013
Si 14.95 -9.458 16.257 0.015 0.008 -0.001
Si 12.253 -6.714 16.209 0.003 0.017 0.003
Si 14.95 -4.005 16.23 -0.01 0.01 0
Si 17.69 -1.329 16.295 0.019 0.015 0.006
Si 20.369 1.399 16.301 -0.003 0.005 0.004
Si 17.696 4.126 16.302 0.009 0.007 -0.002
Si 20.416 6.8 16.352 -0.01 0.015 0.005
Si 17.664 9.553 16.264 -0.019 0.001 0.002
Si 20.426 -4.079 16.329 -0.003 0.02 -0.007
Si 23.114 -1.368 16.288 0.014 -0.002 -0.005
Si 25.884 1.361 16.363 0.025 -0.007 -0.001
Si 23.133 4.127 16.386 -0.006 0.01 0.016
Si 25.823 6.829 16.403 0.001 -0.022 0.015
Si 23.129 9.521 16.416 -0.007 -0.001 0.023
Si 25.875 -4.124 16.344 0.003 -0.001 0.012
Si 28.611 -1.338 16.364 0.017 0.012 -0.004
Si 31.28 1.304 16.26 0.006 -0.006 -0.009
Si 28.527 4.092 16.33 0.02 -0.001 0.01
Si 31.245 6.767 16.334 -0.013 -0.012 -0.011
Si 28.548 9.529 16.412 -0.007 0 0.022
Si 31.298 -4.063 16.356 -0.004 0.02 0.006
Si 33.984 -1.403 16.288 -0.016 0.002 0.016
Si 36.715 1.296 16.303 -0.005 -0.024 0
Si 33.99 4.012 16.308 0.022 -0.016 0.003
Si 36.669 6.721 16.177 0.003 0.019 -0.014
Si 33.988 9.526 16.276 0.014 -0.002 0.01
Si 36.703 -4.152 16.282 -0.016 -0.028 0.014
Si -25.835 -1.383 16.301 0.017 0.014 0.008
Si -23.104 1.319 16.313 -0.007 -0.014 0.007
Si -25.809 4.031 16.271 -0.004 0.006 0.019
Si -23.156 6.703 16.357 -0.025 -0.002 0.009
Si -25.877 9.445 16.291 0.004 0.012 0.015
Si -23.121 -4.14 16.28 -0.005 -0.022 0.006
Si -20.374 -1.395 16.329 0.017 0.006 0.005
Si -17.709 1.29 16.366 -0.012 0.004 -0.005
Si -20.418 4.027 16.41 0.011 0.012 0.014
Si -17.717 6.693 16.385 -0.025 -0.009 0.017
Si -20.423 9.433 16.304 -0.021 0.021 -0.005
Si -17.671 -4.191 16.318 -0.005 -0.026 -0.008
Si -14.903 -1.41 16.353 0.018 0.013 0.006
Si -12.26 1.3 16.352 -0.004 -0.018 0.013
Si -14.999 3.996 16.35 -0.007 -0.01 -0.003
Si -12.284 6.726 16.345 -0.02 -0.017 0.009
Si -15.011 9.437 16.401 0.001 0.021 0.026
Si -12.26 -4.142 16.386 -0.02 -0.006 0.029
Si -9.541 -1.405 16.321 -0.007 -0.003 0.009
Si -6.827 1.363 16.315 0.015 -0.014 0.006
Si -9.539 4.034 16.36 0.01 -0.016 0.024
Si -6.797 6.827 16.322 -0.004 0.006 0.011
Si -9.528 9.481 16.313 0.006 0.013 0.008
Si -6.81 -4.084 16.341 -0.002 -0.005 0.013
Si -4.102 -1.333 16.29 0.012 -0.01 0
Si -1.342 1.424 16.274 -0.011 0.019 0.015
Si -4.055 4.128 16.313 0.007 0.018 0.009
Si -1.37 6.829 16.273 0.003 -0.015 0.016
Si -4.071 9.555 16.324 -0.013 -0.004 0.017
Si -1.354 -4.043 16.274 -0.018 -0.011 0.012
Si 2.769 0.102 17.614 0.007 -0.018 -0.005
Si 5.479 2.86 17.571 -0.017 0.029 0.039
Si 2.726 5.536 17.601 -0.009 -0.022 0.03
Si 5.422 8.311 17.566 -0.041 0.032 0.023
Si 2.741 -5.305 17.639 -0.004 -0.005 0.054
Si 5.362 -2.586 17.587 -0.043 -0.017 0.013
Si 8.231 0.097 17.484 0.007 0.012 -0.019
Si 10.895 2.869 17.546 -0.024 -0.041 0.028
Si 8.166 5.584 17.553 0.02 -0.002 0.009
Si 10.898 -8.08 17.541 0.009 0.008 0.024
Si 8.159 -5.332 17.565 -0.009 0.01 0.027
Si 10.895 -2.633 17.622 -0.02 -0.011 0.006
Si 13.596 0.09 17.586 -0.009 -0.001 0.033
Si 16.338 2.758 17.638 0.004 -0.03 0.02
Si 13.571 5.509 17.599 -0.052 0.008 0.028
Si 16.283 -8.087 17.629 -0.005 -0.007 0.013
Si 13.571 -5.326 17.586 -0.01 -0.018 0.001
Si 16.284 -2.663 17.625 -0.013 0.015 0.022
Si 19.041 0.026 17.682 0 -0.026 0.015
Si 21.715 2.759 17.667 -0.01 0.005 0.005
Si 19.041 5.463 17.718 0 -0.021 0.057
Si 21.763 8.126 17.769 0.012 -0.013 -0.004
Si 19.046 10.858 17.641 0.021 -0.002 -0.008
Si 21.785 -2.707 17.692 0.006 -0.001 -0.005
Si 24.493 -0.042 17.633 -0.02 -0.024 -0.001
Si 27.257 2.717 17.747 0.018 -0.03 0.03
Si 24.469 5.502 17.805 -0.019 0.028 0.018
Si 27.183 8.167 17.799 0.043 0.023 0.009
Si 24.541 10.868 17.77 0.002 -0.007 -0.012
Si 27.26 -2.749 17.652 0.013 0.026 -0.014
Si 30.008 0.009 17.741 -0.014 -0.035 0.01
Si 32.644 2.589 17.62 -0.012 -0.034 0.014
Si 29.857 5.441 17.713 -0.008 0.037 0.035
Si 32.623 8.171 17.604 -0.013 0.013 0.003
Si 29.96 10.902 17.728 -0.011 -0.005 0.018
Si 32.621 -2.663 17.732 -0.013 0.023 0.027
Si 35.362 -0.097 17.645 0.012 0.013 0.009
Si 38.132 2.653 17.587 0.006 -0.026 0.016
Si 35.364 5.409 17.598 0 -0.003 0.005
Si 37.986 8.032 17.548 -0.017 -0.015 -0.019
Si 35.366 10.816 17.678 0.033 -0.006 0.058
Si 38.061 -2.769 17.589 0.028 0.026 -0.01
Si -24.476 -0.008 17.662 -0.02 -0.008 0.019
Si -21.769 2.627 17.74 0.002 -0.002 0.027
Si -24.528 5.349 17.74 -0.004 0.035 0.037
Si -21.764 8.062 17.664 0.041 0.003 0.012
Si -24.505 10.824 17.61 -0.009 -0.01 0.005
Si -21.74 -2.786 17.615 -0.002 0.001 0.019
Si -19.036 -0.071 17.764 -0.016 -0.005 0.028
Si -16.363 2.641 17.719 -0.003 0.004 0.02
Si -19.067 5.369 17.815 -0.005 0.001 0.013
Si -16.393 8.051 17.756 -0.011 0.002 0.018
Si -19.048 10.756 17.658 0.031 0.002 0.018
Si -16.263 -2.836 17.613 0.007 -0.015 -0.022
Si -13.549 -0.076 17.774 0.019 -0.026 0.039
Si -10.92 2.652 17.719 0.002 0.022 0.02
Si -13.66 5.355 17.704 0.035 0.013 0.038
Si -10.893 8.096 17.643 -0.001 -0.001 -0.004
Si -13.628 10.79 17.75 0.004 0.007 0.025
Si -10.863 -2.782 17.714 0.016 0.014 0.004
Si -8.204 -0.021 17.658 0.026 0.002 -0.012
Si -5.439 2.748 17.62 -0.017 -0.017 0.025
Si -8.178 5.46 17.653 0.013 0.004 0.006
Si -5.394 8.153 17.693 0.018 -0.011 -0.005
Si -8.17 -5.492 17.678 0.013 0.021 -0.006
Si -5.444 -2.696 17.678 0.004 0.015 0.04
Si -2.739 0.066 17.6 -0.012 0.006 0.003
Si 0.029 2.8 17.623 -0.012 -0.012 -0.01
Si -2.69 5.482 17.708 -0.052 -0.009 0.031
Si -0.01 -8.112 17.589 0.021 0.005 -0.014
Si -2.722 -5.371 17.673 0.009 0.034 0.019
Si -0.004 -2.634 17.584 -0.007 0.006 -0.005
Si 1.472 1.516 18.956 0.031 0.043 -0.026
Si 4.118 4.221 18.969 0.027 -0.017 -0.047
Si 1.33 6.869 18.964 -0.017 -0.01 -0.015
Si 4.086 -6.685 19.009 0.02 -0.012 -0.04
Si 1.402 -3.874 18.981 0.032 0.019 -0.012
Si 4.05 -1.239 19.067 -0.013 -0.028 0.019
Si 6.949 1.504 18.805 0.009 0.008 -0.047
Si 9.583 4.291 18.906 0.004 0.032 -0.048
Si 6.796 6.969 18.885 0.023 -0.029 0
Si 9.601 -6.666 18.88 0.005 0.024 -0.024
Si 6.717 -3.974 18.865 0.013 -0.042 -0.046
Si 9.539 -1.211 18.924 0.014 0.005 -0.013
Si 12.245 1.512 18.903 0.017 0.001 -0.045
Si 14.952 4.15 18.931 0.003 0 -0.022
Si 12.196 -9.441 18.963 0.013 -0.028 -0.025
Si 14.871 -6.71 18.945 0 -0.001 -0.032
Si 12.256 -3.983 19.015 0.001 -0.01 -0.007
Si 14.923 -1.263 18.984 0.01 0.032 -0.037
Si 17.663 1.382 19.042 -0.014 -0.009 -0.006
Si 20.406 4.097 19.126 0.018 0.024 -0.047
Si 17.648 -9.429 19.001 0.032 0.033 -0.039
Si 20.35 9.478 19.067 -0.074 -0.006 -0.031
Si 17.655 -4.083 18.916 -0.013 -0.006 -0.029
Si 20.422 -1.338 19.044 -0.001 0.044 -0.04
Si 23.083 1.323 18.911 0.003 -0.03 -0.036
Si 25.876 4.095 19.07 -0.028 0.021 -0.005
Si 23.107 6.844 19.266 0.012 -0.016 0.013
Si 25.86 9.52 19.229 -0.008 -0.024 0.03
Si 23.191 -4.033 19.061 0.041 0.035 -0.032
Si 25.857 -1.438 18.967 -0.027 -0.023 -0.029
Si 28.694 1.378 19.114 -0.004 0.06 -0.002
Si 31.23 3.942 18.888 -0.027 -0.047 -0.048
Si 28.555 6.828 19.18 0.027 -0.028 -0.014
Si 31.315 9.488 19.045 0.014 -0.003 -0.011
Si 28.687 -3.958 19.078 0.002 0.043 -0.014
Si 31.36 -1.262 19.229 0.047 0.002 0.02
Si 33.979 1.202 19.011 -0.069 -0.033 -0.053
Si 36.773 4.024 18.873 0.035 0.022 -0.04
Si 33.976 6.794 18.9 0.013 0.03 -0.031
Si 36.658 9.286 18.983 -0.048 -0.028 -0.034
Si 34.037 -4.042 18.975 0.013 0.005 -0.035
Si 36.755 -1.431 18.997 0.002 -0.006 0
Si 39.448 1.357 19.044 0.007 0.03 -0.034
Si -23.151 3.964 19.104 0.004 -0.038 -0.011
Si 39.234 6.697 18.989 -0.046 -0.046 -0.039
Si -23.168 9.421 18.929 -0.011 0.024 -0.03
Si 39.373 -4.145 18.925 0.005 -0.009 -0.008
Si -23.108 -1.422 18.933 0.018 -0.04 -0.034
Si -20.426 1.28 19.16 0.007 0.012 -0.02
Si -17.709 3.949 19.158 -0.018 -0.015 -0.023
Si -20.454 6.77 19.152 0.001 0.05 -0.011
Si -17.831 9.351 19.113 -0.023 -0.059 -0.021
Si -20.355 -4.137 18.952 -0.023 0.027 -0.042
Si -17.583 -1.516 18.972 -0.019 0.025 -0.04
Si -15.009 1.266 19.057 -0.016 0.006 -0.044
Si -12.319 3.99 19.067 0.018 -0.011 -0.038
Si -15.042 6.658 19.098 -0.028 0.036 -0.017
Si -12.26 9.359 19.047 0.012 -0.02 -0.041
Si -14.994 -4.14 19.087 0.021 -0.016 -0.007
Si -12.121 -1.423 19.16 0 0.056 -0.028
Si -9.551 1.285 19.071 -0.024 -0.046 -0.008
Si -6.745 4.16 18.961 -0.001 0.056 -0.063
Si -9.595 6.742 19.038 -0.003 -0.026 -0.041
Si -6.792 9.479 19.019 -0.006 0 -0.04
Si -9.559 -4.203 19.068 -0.061 -0.003 -0.029
Si -6.874 -1.375 19.017 -0.022 -0.011 -0.049
Si -4.124 1.368 18.987 -0.012 0.006 -0.017
Si -1.336 4.078 19.051 -0.001 -0.014 -0.016
Si -4.015 6.849 19.121 0.023 -0.021 -0.033
Si -1.339 -6.771 18.969 0.004 -0.03 -0.019
Si -4.051 -3.989 19.071 0 -0.004 -0.04
Si -1.372 -1.283 18.927 -0.025 -0.047 -0.007
Si 0.041 0.12 20.126 0.024 0.026 0.037
Si 2.832 2.816 20.4 -0.012 -0.011 0.031
Si 0.071 5.432 20.372 0.054 -0.008 0.059
Si 2.644 8.271 20.32 -0.001 0.068 0.02
Si 0.056 -5.34 20.19 0.048 0.011 0.024
Si 2.588 -2.496 20.56 -0.03 0.053 0.036
Si 5.626 0.165 20.15 -0.027 -0.054 0.033
Si 8.256 2.896 20.185 0.007 -0.036 0.032
Si 5.447 5.693 20.295 -0.06 -0.01 0.049
Si 8.175 8.343 20.169 0.019 -0.006 0.046
Si 5.405 -5.242 20.368 -0.05 0.017 0.016
Si 8.103 -2.609 20.133 0.026 0.04 0.062
Si 10.887 0.186 20.283 -0.017 0.028 0.023
Si 13.582 2.874 20.311 -0.069 -0.03 0.038
Si 10.826 5.631 20.426 0.004 -0.011 0.059
Si 13.505 -8.057 20.316 0.012 0.03 0.071
Si 10.943 -5.384 20.372 0.041 -0.047 0.035
Si 13.58 -2.6 20.389 -0.031 0.006 0.077
Si 16.222 0.119 20.412 -0.046 0.018 0.064
Si 19.031 2.669 20.442 0.017 0.004 0.066
Si 16.227 5.542 20.287 0.022 0.016 0.058
Si 18.988 -8.162 20.507 0.04 -0.022 0.052
Si 16.302 -5.434 20.278 0.007 -0.036 0.026
Si 18.946 -2.688 20.273 -0.002 0.044 0.037
Si 21.851 -0.021 20.398 -0.003 -0.042 0.063
Si 24.413 2.696 20.231 -0.047 0.016 0.032
Si 21.749 5.424 20.629 -0.053 0 0.043
Si 24.451 8.227 20.72 -0.023 0.016 0.05
Si 21.766 10.897 20.266 0.008 -0.022 0.043
Si 24.582 -2.745 20.492 0.002 -0.037 0.033
Si 27.236 -0.051 20.234 0.01 -0.02 0.008
Si 30.116 2.685 20.539 -0.018 -0.011 0.032
Si 27.217 5.374 20.529 0.03 0.034 0.014
Si 30.012 8.181 20.538 -0.032 -0.055 0.044
Si 27.378 10.942 20.384 -0.038 -0.026 0.001
Si 29.973 -2.562 20.601 -0.022 0.025 0.048
Si 32.82 -0.04 20.714 0.029 -0.037 0.082
Si 35.384 2.671 20.095 0.008 0 0.02
Si 32.597 5.352 20.061 -0.005 0.031 0.024
Si 35.254 7.991 20.449 0.021 0.056 0.072
Si 32.707 10.915 20.289 -0.016 0.007 0.058
Si 35.452 -2.81 20.392 -0.013 -0.032 0.044
Si 38.054 -0.002 20.34 0.006 0.015 0.036
Si 40.74 2.682 20.536 0.006 -0.015 0.085
Si 37.94 5.294 20.444 0.059 0.053 0.069
Si 40.628 8.092 20.196 -0.044 0.053 -0.003
Si 38.065 10.675 20.193 0.044 -0.054 -0.011
Si 40.718 -2.712 20.215 -0.053 0.062 0.015
Si -21.806 -0.172 20.427 0.009 -0.005 0.075
Si -19.025 2.588 20.592 0.01 -0.028 0.073
Si -21.804 5.346 20.439 0.029 -0.002 0.081
Si -19.2 8.106 20.689 -0.004 0.02 0.067
Si -21.794 10.841 20.191 0.016 -0.003 0.012
Si -18.9 -2.874 20.326 0.018 -0.085 0.015
Si -16.253 -0.222 20.39 0.047 -0.015 0.035
Si -13.714 2.645 20.422 -0.001 0.059 0.049
Si -16.4 5.338 20.534 0.009 -0.009 0.048
Si -13.604 7.958 20.409 0.027 -0.03 0.037
Si -16.409 10.725 20.329 -0.026 0.07 0.023
Si -13.535 -2.813 20.442 0.007 -0.047 0.006
Si -10.747 -0.076 20.632 0.025 -0.062 0.076
Si -8.215 2.825 20.192 -0.009 0.035 -0.013
Si -11.009 5.391 20.422 -0.023 0.009 0.015
Si -8.135 8.065 20.321 0.022 -0.012 0.091
Si -10.922 -5.603 20.416 -0.001 0.051 0.067
Si -8.166 -2.855 20.368 0.059 0.02 0.064
Si -5.584 0.08 20.34 -0.015 0.049 0.036
Si -2.765 2.712 20.371 -0.013 -0.027 0.058
Si -5.362 5.433 20.45 0.031 -0.026 0.053
Si -2.617 -8.094 20.47 -0.055 -0.018 0.088
Si -5.458 -5.456 20.35 -0.014 0.003 -0.003
Si -2.704 -2.496 20.437 -0.052 0.017 0.026
Si 1.156 -0.929 21.866 0.12 -0.379 -0.679
Si 4.631 1.754 21.494 -0.367 -0.166 -0.727
Si 1.743 4.424 21.73 -0.222 -0.218 -0.79
Si 3.827 6.793 21.659 0.227 0.079 -0.671
Si 1.562 -6.405 21.619 -0.283 -0.323 -0.724
Si 3.779 -4.15 21.739 0.302 0.362 -0.721
Si 6.865 -1.233 21.55 0.034 0.059 -0.734
Si 9.878 1.898 21.557 -0.217 -0.254 -0.79
Si 6.698 4.096 21.422 0.164 0.242 -0.802
Si 9.546 7.221 21.683 -0.037 -0.263 -0.755
Si 7.122 -6.372 21.476 -0.227 -0.04 -0.816
Si 9.281 -4.133 21.398 0.195 0.055 -0.757
Si 12.425 -0.932 21.641 -0.074 -0.185 -0.735
Si 14.598 1.319 21.736 0.347 0.098 -0.716
Si 12.124 4.108 21.692 0.171 0.306 -0.693
Si 15.034 -9.22 21.629 -0.106 -0.218 -0.75
Si 11.946 -7.044 21.792 0.186 0.258 -0.735
Si 15.22 -3.833 21.553 -0.239 -0.134 -0.724
Si 17.368 -1.551 21.586 0.128 0.215 -0.737
Si 20.665 1.493 21.734 -0.133 -0.1 -0.693
Si 17.752 4.309 21.531 -0.052 -0.26 -0.796
Si 20.004 -9.842 21.883 0.352 0.317 -0.761
Si 17.292 -7.025 21.713 0.309 0.186 -0.75
Si 20.393 -4.029 21.485 -0.14 -0.001 -0.652
Si 23.562 -1.031 21.741 -0.231 -0.215 -0.786
Si 25.69 1.18 21.403 -0.017 0.069 -0.721
Si 22.921 3.674 21.748 0.031 0.298 -0.74
Si 25.902 6.746 21.945 -0.211 -0.138 -0.72
Si 22.85 9.637 21.921 0.338 0.016 -0.65
Si 26.264 -3.872 21.76 -0.25 -0.119 -0.737
Si 28.232 -1.42 21.842 0.379 0.122 -0.672
Si 31.95 1.845 21.916 -0.217 -0.268 -0.748
Si 28.938 4.287 21.789 -0.171 -0.164 -0.743
Si 31.209 6.411 21.566 -0.046 0.265 -0.642
Si 29.033 9.986 21.746 -0.098 -0.322 -0.818
Si 31.312 -4.168 21.694 0.139 0.252 -0.658
Si 34.636 -1.232 21.936 -0.525 -0.255 -0.552
Si 36.518 1.295 21.552 0.283 0.033 -0.72
Si 34.04 4.075 21.318 -0.012 -0.022 -0.583
Si 36.204 6.235 21.748 0.069 0.151 -0.729
Si 34.127 9.678 21.665 -0.1 -0.213 -0.678
Si 36.503 -4.594 21.497 -0.073 0.147 -0.694
Si 39.569 -1.225 21.61 -0.116 -0.189 -0.691
Si 41.836 0.961 21.712 0.157 0.235 -0.766
Si 39.515 4.252 21.893 -0.173 -0.284 -0.692
Si 41.709 6.518 21.462 0.133 -0.086 -0.676
Si 39.729 9.774 21.586 -0.292 -0.342 -0.556
Si 41.963 -4.24 21.393 0.16 0.229 -0.667
Si -20.107 -1.38 21.585 -0.29 -0.069 -0.651
Si -17.862 0.802 21.711 0.023 0.342 -0.708
Si -20.191 4.26 21.815 -0.053 -0.181 -0.788
Si -17.925 6.491 21.934 0.081 0.268 -0.691
Si -20.482 9.855 21.828 -0.141 -0.453 -0.617
Si -17.925 -4.529 21.741 0.205 0.317 -0.585
Si -14.571 -1.224 21.785 -0.258 -0.125 -0.678
Si -12.47 1.152 21.697 0.216 0.066 -0.714
Si -14.877 4.141 21.887 -0.194 -0.183 -0.665
Si -12.606 6.363 21.857 0.189 0.246 -0.755
Si -14.855 9.519 21.545 -0.216 -0.211 -0.721
Si -12.589 -4.552 21.704 0.344 0.313 -0.646
Si -9.237 -1.519 21.928 -0.255 0.093 -0.713
Si -6.693 1.798 21.54 -0.11 -0.359 -0.749
Si -9.368 4.281 21.603 -0.209 -0.232 -0.642
Si -7.056 6.47 21.669 0.269 0.272 -0.722
Si -9.479 9.366 21.665 -0.138 0.019 -0.759
Si -6.51 -3.877 21.693 -0.331 -0.299 -0.643
Si -4.46 -1.429 21.7 0.387 0.211 -0.655
Si -1.385 1.241 21.521 -0.197 0.167 -0.674
Si -4.277 3.8 21.794 0.298 0.385 -0.722
Si -1.254 6.77 21.747 0.011 0.082 -0.721
Si -3.799 -6.408 21.654 -0.273 -0.471 -0.55
Si -1.464 -4.194 21.485 0.216 0.335 -0.554
Si -1.811 -1.608 -6.98 0.014 0.042 -0.084
Si 3.342 0.303 23.686 -0.057 -0.048 -0.062
Si -2.601 0.482 26.076 0.042 0.007 -0.077
Si 6.734 -6.575 24.423 0.066 -0.003 -0.058
Si -0.24 -7.587 23.73 0.103 -0.02 -0.021
Si 6.811 -2.846 -4.984 -0.127 -0.072 -0.068
Si 6.957 -0.663 -6.995 -0.157 0.026 0.029
Si 11.082 -2.854 23.515 -0.031 0.059 -0.097
Si 5.399 -7.407 -5.083 0.187 -0.08 0.017
Si 13.243 -6.619 24.731 -0.158 -0.007 -0.209
Si 7.607 5.869 23.779 -0.035 0.087 -0.267
Si 13.728 -3.948 24.044 0.108 0.099 0.038
Si 15.719 4.647 26.048 0.135 0.137 -0.125
Si 16.368 2.691 23.786 -0.159 -0.06 0.005
Si 12.801 -5.081 -4.505 0.159 -0.062 0.043
Si 18.988 -5.708 23.828 -0.066 -0.064 -0.001
Si 17.519 -0.06 24.255 -0.133 -0.112 0.094
Si 22.736 1.018 26.081 -0.002 -0.081 0.082
Si 21.889 -2.442 23.644 0.068 0.006 -0.051
Si 10.353 1.649 -5.903 -0.014 -0.018 0.005
Si 21.019 6.235 -6.711 0.015 -0.014 0.07
Si 24.872 4.644 24.057 0.093 -0.03 -0.155
Si 22.996 -5.095 24.721 -0.038 -0.1 -0.214
Si 24.218 0.63 -2.113 0.026 -0.097 0.286
Si 18.936 2.35 -4.497 -0.008 -0.042 -0.066
Si 27.255 2.69 23.761 -0.047 -0.045 0.01
Si 25.908 -5.319 24.597 0.067 -0.003 -0.165
Si 28.033 -2.703 -4.046 -0.089 -0.039 0.12
Si 19.637 -5.041 -6.841 0.112 -0.016 -0.054
Si 27.961 -0.101 24.727 -0.054 0.07 -0.081
Si 32.099 1.699 24.957 0.085 -0.102 -0.138
Si 23.262 4.656 -5.254 -0.029 0.015 -0.034
Si 32.424 7.993 23.747 0.095 0.116 -0.037
Si 28.055 6.645 -4.541 0.019 -0.117 0.02
Si 28.411 -3.535 -6.862 0.077 0.08 -0.034
Si -32.636 -4.117 24.489 0.03 0.052 -0.04
Si -29.319 -1.739 24.688 -0.145 -0.125 -0.139
Si -26.576 3.365 -6.454 -0.006 -0.065 -0.008
Si -29.408 4.758 26.021 0.017 -0.171 -0.03
Si -23.053 7.176 24.124 0.107 0.052 0.035
Si -28.057 0.603 25.842 0.051 -0.048 -0.018
Si -26.922 -3.26 23.689 0.091 0.022 0.011
Si -22.502 0.273 24.308 0.102 0.024 0.006
Si -15.338 2.869 24.768 0.014 0.095 -0.072
Si -21.532 4.544 24.413 0.039 -0.124 0.009
Si -22.12 -6.566 24.645 -0.003 0.164 -0.143
Si -24.066 -7.087 -4.797 -0.052 0.057 0.006
Si -21.887 -2.59 23.615 0.047 -0.06 -0.087
Si -19.805 0.022 25.873 -0.074 -0.002 -0.153
Si -17.535 5.421 -2.611 0.013 -0.005 0.151
Si -17.353 -6.675 -6.779 -0.035 0.159 -0.082
Si -12.555 2.19 24.534 -0.049 0.115 0.049
Si -22.353 7.541 -6.859 0.092 0.149 0.115
Si -14.779 -1.621 24.831 0.127 0.026 -0.065
Si -9.443 -2.836 24.712 0.138 0.016 -0.064
Si -12.762 3.927 -4.657 0.026 0.038 0.149
Si -17.627 -5.358 24.537 0.033 0.109 -0.146
Si -9.353 6.867 25.893 0.084 -0.053 -0.08
Si -15.772 -4.689 -4.747 0.066 -0.223 -0.009
Si -6.583 -2.898 26.063 -0.226 0.024 -0.065
Si -6.58 3.919 25.718 -0.046 0 0.076
Si -7.799 0.33 23.797 0.001 -0.087 -0.003
Si -6.489 6.825 24.77 -0.216 -0.177 -0.055
Si -6.886 5.215 -6.544 0.123 0.083 -0.061
Si -11.306 8.112 23.909 -0.005 0.031 0.002
Si -6.36 -5.447 -2.995 0.03 0.048 0.184
Si -9.453 -3.561 -6.931 0.029 -0.012 -0.05
Si 0.001 3.029 23.768 -0.027 0.018 -0.105
Si -0.616 7.373 -4.687 -0.115 0.02 0.059
Si -1.24 -0.586 -4.307 0.028 0.027 0.082
Si -2.961 -6.271 24.331 -0.065 0.003 -0.044
Si -1.518 -3.621 24.356 0.056 -0.078 -0.062
Si -0.534 0.953 -6.538 -0.009 0.029 -0.034
Si 6.873 4.404 -6.155 -0.095 -0.068 0.096
Si -2.504 4.923 23.899 -0.018 -0.031 -0.109
Si 0.347 -6.526 -6.346 -0.006 0.05 -0.051
Si 3.76 -5.385 -3.855 -0.108 0.019 0.014
Si 4.938 7.525 24.472 0.003 -0.067 -0.052
Si 4.863 -2.337 23.758 0.013 0.046 -0.116
Si 6.251 -5.257 -6.973 0.123 0.167 0.037
Si 5.308 6.625 -7 -0.225 -0.114 -0.054
Si 1.299 -1.967 -3.293 0.054 -0.063 0.219
Si 3.768 -2.583 -4.867 -0.038 -0.032 0.016
Si 9.74 1.583 -3.122 0.029 -0.286 -0.015
Si 10.51 -0.533 25.914 -0.003 0.033 0.022
Si 15.761 -6.866 25.917 0.076 -0.153 0.03
Si 11.7 7.513 26.014 0.078 -0.11 0.038
Si 14.263 -2.998 -2.544 -0.117 0.082 0.009
Si 17.364 -4.216 25.956 -0.005 0.034 -0.123
Si 12.26 3.543 -2.904 0.088 0.12 -0.001
Si 20.279 -0.044 24.495 0.038 0.047 -0.082
Si 18.775 -0.542 -4.63 -0.023 0.008 0.011
Si 14.583 -6.708 -6.263 -0.102 -0.084 0.037
Si 20.998 -8.086 23.93 -0.028 0.046 0.055
Si 17.046 -5.457 -5.108 -0.076 -0.022 -0.101
Si 16.214 -2.419 -4.741 0.111 -0.052 0.087
Si 22.615 2.06 -7.033 0.041 0.059 -0.004
Si 21.256 7.949 -2.298 0.103 0.072 0.115
Si 27.426 -7.665 23.801 -0.088 -0.006 0.027
Si 29.822 -8.113 25.314 0.016 -0.022 -0.112
Si -30.264 -5.35 25.685 -0.115 0.106 -0.065
Si 20.466 0.555 -2.747 -0.051 0.005 0.123
Si 25.547 -1.517 -3.763 0.043 0.012 0.093
Si -28.712 1.452 -5.548 -0.103 -0.107 -0.124
Si 23.877 -2.505 -5.993 0.015 0.039 -0.021
Si -28.108 6.947 24.707 0.003 0.02 -0.097
Si -31.592 7.023 -4.293 0.088 0.015 0.049
Si 29.914 1.451 -4.981 -0.071 0.055 0.045
Si 31.255 -0.48 -6.594 0.029 -0.027 -0.028
Si -25.328 6.361 25.786 0.058 0.074 0.041
Si -27.628 2.937 24.073 0.148 0.079 -0.112
Si -27.339 -3.285 -4.43 0.071 -0.042 -0.041
Si -25.263 -5.767 24.383 0.043 0.017 -0.178
Si 31.61 3.519 -6.601 -0.009 -0.039 -0.215
Si -26.302 6.265 -3.872 0.038 -0.007 0.007
Si -24.619 -8.085 -2.065 0.023 0.052 0.165
Si -27.198 -6.465 -4.774 0 0.048 0.12
Si -27.752 -2.157 -1.791 -0.002 0.011 0.185
Si -23.923 -0.27 -6.697 -0.057 -0.011 -0.042
Si -22.688 -2.852 -6.857 0.089 -0.058 -0.044
Si -16.987 0.589 24.671 -0.109 -0.039 -0.018
Si -14.466 1.58 -4.078 0.065 -0.118 0.112
Si -20.046 -7.518 -5.614 0.005 -0.018 0.004
Si -11.455 -7.337 -4.3 0.056 -0.072 -0.051
Si -21.884 -5.099 -4.957 -0.051 -0.037 0.007
Si -16.412 -8.052 23.993 0.014 -0.1 0.003
Si -22.156 4.853 -5.571 -0.029 0.005 0.084
Si -13.433 4.581 26.093 0.007 -0.153 -0.08
Si -15.001 6.171 -4.351 0.068 0.005 0.054
Si -12.54 -5.46 24.453 -0.121 0.082 -0.152
Si -14.792 0.443 -6.946 -0.081 -0.064 -0.074
Si -9.463 -0.689 -4.166 0.035 -0.111 -0.092
Si -5.005 4.48 -3.006 0.071 0.043 -0.035
Si -0.594 -7.843 -1.881 0.003 -0.101 0.168
Si -10.07 1.313 25.69 0.079 -0.002 -0.134
Si -9.446 -5.465 -2.894 0.076 -0.055 0.142
Si -13.57 -3.993 -2.979 -0.146 0.026 0.172
Si -8.996 -2.593 -2.201 0.158 -0.094 0.031
Si -1.393 -0.793 23.642 0.19 0.015 -0.209
Si -7.164 -5.558 -7.009 -0.014 -0.035 0.146
Si -5.83 8.082 -6.408 0.029 0.003 -0.039
Si -2.112 -4.555 -6.79 -0.032 0.06 0.084
Si -7.985 -5.276 23.838 0.028 -0.016 0.007
Si 1.532 1.215 25.771 0.073 -0.014 -0.058
Si 0.096 3.139 -2.157 -0.07 0.11 0.075
Si 3.015 2.361 -2.932 0.119 0.03 0.093
Si -5.234 1.652 -4.354 -0.036 0.041 0.037
Si 4.133 4.488 -1.461 -0.133 0.109 0.15
Si -0.058 4.435 -4.802 -0.074 -0.046 0.116
Si 6.648 -3.823 25.597 0.086 -0.01 0.05
Si 2.094 2.43 -5.659 -0.091 -0.151 0.13
Si 9.968 6.482 -3.079 -0.069 0.108 0.024
Si 8.509 -7.445 -4.308 0.009 0.06 -0.02
Si 5.712 -5.179 -1.691 0.016 -0.08 0.01
Si 1.042 -5.017 -3.907 0.078 0.069 0.054
Si 8.618 0.272 23.748 -0.022 -0.012 -0.031
Si 7.597 -2.822 -2.05 0.002 0.07 -0.103
Si 15.4 6.596 -2.906 0.049 -0.062 0.054
Si 9.035 3.845 -4.336 -0.005 -0.093 -0.207
Si 13.453 5.738 24.042 0.02 -0.079 -0.112
Si 10.628 -6.059 -2.468 0.008 -0.095 0.111
Si 15.356 -1.775 25.573 0.002 -0.071 0
Si 13.577 1.533 -1.533 -0.086 -0.188 -0.02
Si 17.718 4.682 -3.118 0.03 0 0.092
Si 12.63 6.156 -4.303 0.09 -0.085 0.098
Si 24.579 -6.573 -4.258 -0.04 -0.013 0.084
Si 17.448 -7.427 -2.952 0.118 -0.134 0.086
Si 21.461 -5.28 -2.163 0.107 -0.047 0.066
Si 23.862 3.468 -2.68 -0.005 0.038 -0.098
Si 21.688 -0.401 -5.193 -0.12 0.065 -0.019
Si 19.497 6.92 -4.284 -0.113 -0.032 0.024
Si 24.357 7.924 -1.909 0.044 0.038 0.079
Si 22.315 -5.06 -5.094 -0.128 0.07 -0.034
Si 25.806 -4.15 -2.74 0.098 0.017 -0.012
Si 30.313 -2.556 -2.023 -0.032 -0.018 0.162
Si 26.042 4.324 -4.499 -0.099 0.168 0.011
Si 30.363 6.122 -6.614 -0.127 -0.042 -0.019
Si 30.231 2.872 -2.206 -0.013 0.047 0.068
Si 32.41 5.106 -2.228 -0.102 0.027 0.138
Si 27.441 2.405 -6.502 0.13 -0.026 -0.071
Si -31.989 -2.508 -2.429 -0.024 -0.082 -0.021
Si -28.211 0.413 -2.927 0.056 0.091 0.016
Si 27.098 -7.215 -5.525 0.087 0.013 0.07
Si 28.794 -7.341 -3.04 -0.137 0.012 0.008
Si -30.297 -3.728 -4.479 -0.073 -0.038 0.071
Si 31.655 -6.875 -4.14 0.021 0.127 -0.022
Si -27.68 -6.524 25.855 0.063 0.169 0.037
Si -24.069 3.026 -1.808 0.104 -0.025 0.148
Si -28.71 7.709 -3.1 -0.014 0.056 0.11
Si -31.456 -5.372 -2.531 0.003 -0.179 0.163
Si 30.808 -5.509 -6.841 -0.079 0.141 -0.01
Si -26.637 -0.493 -5.245 -0.074 -0.091 0.014
Si -24.661 3.928 -4.341 0.068 0.022 -0.01
Si -21.731 5.115 -1.52 0.056 -0.132 -0.064
Si -26.303 6.238 -6.831 0.05 0.037 -0.03
Si -9.245 3.999 24.57 0.046 0.082 -0.14
Si -21.438 -5.038 -1.824 0.009 -0.074 0.051
Si -17.545 -2.514 -4.125 0.027 0.05 0.059
Si -15.139 -4.454 26.021 0.172 -0.031 -0.13
Si -5.104 -0.736 24.667 -0.022 -0.044 -0.23
Si -20.315 6.332 -3.789 0.001 -0.03 -0.06
Si -14.287 -2.322 -6.29 0.033 0.001 0.023
Si -19.202 -2.854 -1.794 0.016 -0.048 -0.02
Si -13.482 8.097 -2.288 -0.063 -0.097 0.259
Si -15.124 -1.163 -2.733 -0.029 0.038 0.073
Si -10.383 5.982 -4.567 -0.082 -0.081 -0.11
Si -7.912 4.513 -3.782 0.056 0.062 -0.011
Si -5.165 -7.944 -2.05 -0.116 -0.085 0.125
Si -16.462 2.793 -2.128 0.086 -0.134 0.214
Si -11.643 -2.66 -4.869 0.053 0.055 0.032
Si -7.971 1.625 -3.101 0.124 -0.096 0.045
Si 4.303 3.907 -7.14 0.004 0.111 0.09
Si -3.763 6.983 -4.342 -0.134 -0.055 -0.02
Si -1.617 -5.33 -2.451 -0.05 0.01 0.043
Si -3.901 -3.975 -4.165 0.045 0.006 -0.014
Si -3.832 -0.959 -3.126 -0.049 -0.033 0.05
Si 1.313 -1.335 5.399 -0.018 -0.001 -0.015
Si 4.059 1.382 5.388 -0.002 -0.008 -0.003
Si 1.32 4.045 5.444 -0.003 -0.017 -0.008
Si 4.095 6.801 5.442 0.001 -0.012 0.013
Si 1.339 9.602 5.488 0.01 -0.033 0.002
Si 4.076 -4.035 5.33 -0.003 -0.012 -0.011
Si 6.825 -1.367 5.285 0.001 -0.025 -0.009
Si 9.554 1.347 5.255 -0.011 -0.012 -0.012
Si 6.811 4.077 5.351 -0.002 -0.042 -0.004
Si 9.5 6.81 5.297 -0.001 0.013 -0.016
Si 6.803 -6.788 5.319 0.001 -0.031 -0.02
Si 9.552 -4.05 5.284 -0.015 0.001 -0.004
Si 12.23 -1.371 5.302 0.001 0.013 -0.019
Si 14.952 1.349 5.338 0.013 0.012 -0.01
Si 12.26 4.03 5.276 0.006 -0.012 -0.012
Si 14.974 6.758 5.325 0.018 -0.001 -0.006
Si 12.248 -6.77 5.288 0.039 0.017 -0.014
Si 14.975 12.187 5.375 0.025 -0.004 0.013
Si 17.745 -1.368 5.414 0 -0.011 0.018
Si 20.453 1.359 5.462 0.008 0.013 -0.007
Si 17.71 4.094 5.418 -0.01 0.003 -0.001
Si 20.432 6.815 5.384 0 0.017 -0.018
Si 17.702 9.467 5.379 0.01 0.003 -0.01
Si 20.429 12.231 5.473 0.003 0.02 0.001
Si 23.192 -1.35 5.529 -0.005 0.016 0.004
Si 25.88 1.357 5.52 -0.011 -0.006 -0.005
Si 23.164 4.115 5.453 0.002 0.003 -0.007
Si 25.894 6.79 5.454 0.009 -0.002 -0.013
Si 23.16 9.559 5.43 0.007 0.004 -0.004
Si 25.835 12.195 5.47 -0.014 -0.008 -0.002
Si 28.611 -1.377 5.503 -0.012 -0.018 -0.004
Si 31.315 1.35 5.458 -0.002 -0.02 -0.011
Si 28.592 4.104 5.489 -0.001 -0.003 -0.007
Si 31.298 6.783 5.446 0.007 -0.004 -0.014
Si 28.595 9.487 5.452 -0.002 0.005 -0.009
Si 31.295 12.203 5.466 0.024 0.001 -0.01
Si 34.009 -1.368 5.499 0.005 0.008 0.002
Si -28.542 1.379 5.474 0.001 -0.01 -0.009
Si 33.993 4.07 5.449 -0.021 -0.018 -0.009
Si -28.585 6.788 5.48 -0.004 0.014 -0.019
Si 33.987 9.512 5.431 -0.006 0.002 -0.007
Si -28.586 12.232 5.47 -0.008 -0.002 -0.01
Si -25.849 -1.347 5.493 -0.004 0.012 -0.016
Si -23.127 1.349 5.484 0.003 0.024 -0.016
Si -25.851 4.074 5.459 0.005 -0.002 -0.01
Si -23.133 6.788 5.501 0.003 -0.013 -0.002
Si -25.858 9.474 5.543 -0.015 0.017 -0.008
Si -23.062 12.234 5.567 0.009 0.01 0.009
Si -20.399 -1.407 5.518 -0.003 -0.009 -0.005
Si -17.702 1.349 5.559 -0.019 -0.009 -0.004
Si -20.395 4.076 5.496 0.012 0.01 -0.017
Si -17.644 6.804 5.486 0.006 -0.018 -0.005
Si -20.389 9.503 5.486 -0.004 0 -0.006
Si -17.691 12.192 5.506 -0.003 0.006 0
Si -14.972 -1.41 5.556 -0.012 -0.012 0.016
Si -12.247 1.354 5.523 -0.026 -0.02 0.014
Si -14.981 4.115 5.552 -0.012 -0.009 0.007
Si -12.26 6.844 5.458 -0.009 0.018 -0.02
Si -14.946 9.464 5.435 0.014 -0.021 -0.018
Si -12.224 12.185 5.462 0.019 -0.006 0.005
Si -9.534 -1.357 5.439 0 -0.021 0.002
Si -6.815 1.39 5.389 0.007 0.021 -0.023
Si -9.546 4.126 5.439 -0.002 -0.019 -0.001
Si -6.864 6.85 5.444 0.005 0.035 -0.013
Si -9.592 9.595 5.458 -0.017 0.016 -0.004
Si -6.893 12.366 5.41 -0.011 0.015 -0.012
Si -4.17 -1.264 5.331 0 0.018 -0.021
Si -1.441 1.391 5.368 -0.015 0.002 -0.011
Si -4.123 4.063 5.444 0.047 0.032 -0.003
Si -1.438 6.861 5.511 0.002 0.024 0.001
Si -4.159 -6.729 5.444 0.022 0.008 -0.003
Si -1.479 -3.951 5.444 -0.041 0.003 0.002
Si 2.687 0.033 6.742 0.006 -0.007 0.002
Si 5.438 2.744 6.724 -0.013 0.015 0.009
Si 2.697 5.444 6.765 0.01 0.007 -0.008
Si 5.463 -8.122 6.739 -0.002 -0.007 -0.009
Si 2.729 -5.351 6.771 -0.013 0.009 -0.001
Si 5.457 -2.691 6.684 0.017 -0.004 -0.007
Si 8.177 0.016 6.644 -0.011 0.012 -0.008
Si 10.896 2.699 6.657 0.007 0.004 -0.002
Si 8.16 5.466 6.694 -0.018 0.024 0.003
Si 10.88 -8.138 6.648 -0.028 0.003 0.001
Si 8.177 -5.41 6.654 -0.001 0.014 -0.003
Si 10.88 -2.702 6.686 0.005 -0.003 0.01
Si 13.596 -0.014 6.687 -0.012 0.005 -0.002
Si 16.32 2.713 6.721 0.002 0.006 -0.008
Si 13.597 5.413 6.671 -0.001 0.003 -0.005
Si 16.334 8.113 6.723 0.01 -0.01 -0.008
Si 13.601 10.856 6.72 0.014 0.001 0.009
Si 16.34 -2.738 6.725 -0.012 -0.007 -0.007
Si 19.082 -0.006 6.798 -0.004 -0.005 -0.011
Si 21.801 2.74 6.807 -0.007 0 -0.006
Si 19.07 5.465 6.764 -0.008 -0.012 0
Si 21.785 8.175 6.762 -0.001 -0.004 -0.016
Si 19.039 10.853 6.769 -0.015 0.005 -0.009
Si 21.791 -2.724 6.831 0.012 -0.005 0
Si 24.526 0.011 6.884 0.007 -0.012 0.007
Si 27.235 2.735 6.847 -0.006 0.002 -0.005
Si 24.518 5.455 6.822 -0.009 0 0
Si 27.233 8.148 6.824 0.01 -0.022 0
Si 24.49 10.871 6.851 0.006 0.017 0.008
Si 27.204 -2.739 6.816 -0.011 0.016 -0.016
Si 29.961 -0.005 6.841 0.011 -0.01 -0.01
Si 32.649 2.714 6.826 0.012 0.013 0.003
Si 29.95 5.446 6.84 -0.002 0.002 0.004
Si 32.637 8.154 6.805 -0.014 0.011 0
Si 29.929 10.855 6.823 0.009 0.002 -0.001
Si 32.642 -2.745 6.829 0.004 0.001 -0.008
Si -29.902 0.002 6.826 -0.009 0.008 -0.001
Si -27.191 2.719 6.84 -0.006 0.004 -0.004
Si -29.94 5.421 6.825 -0.004 0.004 0.009
Si -27.22 8.111 6.868 0.027 -0.014 0.005
Si -29.942 10.861 6.816 -0.003 0.006 -0.01
Si -27.207 -2.737 6.824 0.008 -0.002 -0.012
Si -24.48 -0.006 6.853 0.003 -0.012 -0.006
Si -21.757 2.701 6.84 0.009 -0.004 -0.006
Si -24.492 5.415 6.838 0.005 0.006 -0.006
Si -21.755 8.144 6.841 0.001 0 -0.008
Si -24.474 10.856 6.858 0.008 0.005 -0.014
Si -21.729 -2.737 6.919 -0.014 -0.008 0.009
Si -19.056 -0.036 6.881 -0.001 0.022 -0.002
Si -16.326 2.714 6.884 0 0.021 -0.009
Si -19.02 5.434 6.836 -0.007 0.001 -0.007
Si -16.292 8.144 6.85 -0.005 0.005 -0.004
Si -19.04 10.843 6.87 -0.002 0.009 -0.008
Si -16.338 -2.774 6.88 0.01 0.014 0.002
Si -13.611 -0.013 6.871 0.002 0.006 -0.012
Si -10.875 2.743 6.827 0.011 -0.007 -0.007
Si -13.586 5.468 6.854 -0.003 -0.018 -0.003
Si -10.92 8.205 6.824 -0.005 0.026 -0.002
Si -13.599 10.832 6.813 0.02 0.002 -0.009
Si -10.879 -2.738 6.806 0.007 -0.02 -0.013
Si -8.173 0.028 6.772 0.006 -0.003 -0.012
Si -5.478 2.719 6.801 0.034 -0.034 0.005
Si -8.201 5.478 6.812 -0.007 0.002 -0.008
Si -5.5 8.207 6.8 0.018 -0.006 0.002
Si -8.204 10.952 6.787 -0.014 0.005 -0.012
Si -5.491 -2.628 6.75 0 -0.018 -0.002
Si -2.792 0.043 6.741 0.003 0.004 -0.001
Si -0.072 2.718 6.775 -0.003 0.019 -0.009
Si -2.791 5.459 6.813 0 0.005 0
Si -0.025 8.214 6.815 -0.01 -0.004 -0.001
Si -2.791 -5.367 6.792 0.005 0.01 0.002
Si -0.055 -2.651 6.784 0.013 -0.003 0.005
Si 1.323 1.38 8.116 -0.018 -0.014 0.012
Si 4.082 4.103 8.101 -0.003 -0.001 0.002
Si 1.347 6.828 8.126 -0.013 0.002 -0.001
Si 4.088 -6.752 8.09 -0.005 0.002 0.002
Si 1.336 -4.011 8.12 0.006 -0.004 -0.006
Si 4.087 -1.326 8.062 0.001 0.002 -0.008
Si 6.823 1.377 8.041 0.013 0.005 -0.006
Si 9.545 4.096 8.023 0.012 0.004 -0.005
Si 6.818 6.831 8.079 0.012 0.003 0.013
Si 9.534 -6.768 8.027 -0.005 -0.005 -0.004
Si 6.815 -4.054 8.039 -0.022 -0.013 0.005
Si 9.522 -1.33 8.039 -0.004 -0.022 0.002
Si 12.249 1.364 8.047 -0.009 -0.006 0.007
Si 14.968 4.09 8.069 -0.004 -0.001 0.002
Si 12.247 6.816 8.018 0.03 0.005 -0.01
Si 14.979 9.505 8.073 -0.007 0.006 -0.006
Si 12.252 -4.058 8.05 0.003 0 0.006
Si 14.973 -1.354 8.063 0.014 0.01 -0.002
Si 17.693 1.373 8.105 -0.004 -0.018 0.003
Si 20.42 4.101 8.139 0.011 -0.001 -0.003
Si 17.701 6.806 8.121 0 0.011 0.014
Si 20.419 9.52 8.135 0 -0.008 0.004
Si 17.69 -4.085 8.115 0.001 0.011 -0.002
Si 20.429 -1.358 8.175 0.001 0.006 0.007
Si 23.141 1.382 8.194 0.013 0.002 0.003
Si 25.859 4.086 8.193 0.011 -0.003 -0.003
Si 23.134 6.818 8.15 0.006 0.001 -0.001
Si 25.859 9.502 8.183 -0.018 -0.004 -0.001
Si 23.14 -4.077 8.2 -0.001 -0.003 0.01
Si 25.872 -1.377 8.208 -0.016 0.004 0.003
Si 28.584 1.354 8.193 -0.008 0.002 -0.005
Si 31.287 4.067 8.19 -0.013 -0.013 0.003
Si 28.578 6.796 8.195 0.01 0.024 -0.003
Si 31.279 9.497 8.182 0.011 0.005 0.002
Si 28.563 -4.098 8.173 -0.006 -0.007 -0.004
Si 31.295 -1.38 8.193 0.004 0.003 0.008
Si -31.272 1.352 8.179 -0.005 -0.004 -0.002
Si -28.57 4.065 8.184 0.005 -0.004 0.004
Si -31.297 6.788 8.174 -0.002 -0.011 0
Si -28.582 9.501 8.184 0.005 0.012 -0.006
Si -31.29 -4.107 8.186 -0.003 -0.009 0.009
Si -28.56 -1.376 8.179 0.007 -0.001 0.002
Si -25.838 1.352 8.198 0.011 0.013 0.003
Si -23.118 4.059 8.189 -0.009 0.014 -0.002
Si -25.85 6.758 8.208 -0.026 -0.012 0.009
Si -23.117 9.489 8.206 -0.007 -0.005 -0.001
Si -25.843 -4.096 8.188 0.006 0.014 -0.006
Si -23.126 -1.374 8.22 0.008 -0.008 0.003
Si -20.419 1.331 8.214 -0.019 -0.026 -0.004
Si -17.694 4.064 8.22 -0.01 -0.031 -0.001
Si -20.387 6.784 8.192 0.005 0.015 -0.004
Si -17.664 9.489 8.21 0.003 0.011 0.003
Si -20.379 -4.118 8.245 0 0.011 0.011
Si -17.683 -1.393 8.226 0.002 -0.014 -0.003
Si -14.963 1.348 8.226 0.004 0 -0.004
Si -12.24 4.085 8.197 -0.006 -0.001 0.005
Si -14.957 6.787 8.224 0.008 0.012 0.015
Si -12.264 9.513 8.218 -0.014 -0.019 0.022
Si -14.953 -4.133 8.197 -0.02 -0.002 -0.007
Si -12.237 -1.387 8.186 -0.009 0.009 -0.004
Si -9.521 1.369 8.166 0.003 0.023 0.001
Si -6.834 4.1 8.152 -0.007 0.006 -0.007
Si -9.558 6.828 8.173 -0.002 -0.01 0.001
Si -6.853 9.571 8.15 -0.007 -0.002 0.002
Si -9.542 -4.065 8.198 0.006 0.002 0.021
Si -6.826 -1.31 8.156 0.018 0.018 0.016
Si -4.111 1.383 8.157 0.004 0.017 0.021
Si -1.397 4.11 8.142 0.018 0.001 0.005
Si -4.141 6.836 8.157 -0.003 0.001 -0.005
Si -1.401 -6.729 8.138 0.009 0.004 -0.006
Si -4.152 -4.011 8.133 -0.008 -0.014 0.006
Si -1.42 -1.296 8.126 0.005 -0.018 0.005
Si -0.038 0.042 9.486 -0.011 0.011 0.006
Si 2.702 2.756 9.452 -0.002 0.019 0.002
Si -0.023 5.478 9.482 0.003 -0.001 -0.002
Si 2.716 -8.107 9.452 0.001 -0.009 0.003
Si -0.021 -5.378 9.481 0.009 -0.014 0.006
Si 2.716 -2.654 9.453 -0.011 0.001 0.004
Si 5.447 0.044 9.416 0.003 -0.002 0.002
Si 8.176 2.755 9.398 -0.017 -0.008 0.001
Si 5.44 5.487 9.438 -0.017 0.006 0.006
Si 8.178 -8.11 9.414 -0.006 -0.008 0.008
Si 5.451 -5.384 9.43 0.014 -0.005 0.003
Si 8.161 -2.68 9.404 -0.004 0.011 0.004
Si 10.886 0.023 9.412 -0.008 0.011 0.01
Si 13.604 2.734 9.418 0.002 -0.009 0.005
Si 10.893 5.468 9.396 -0.02 0.004 0.003
Si 13.605 8.161 9.419 0.011 -0.011 0.008
Si 10.885 -5.407 9.405 0 0.004 0.005
Si 13.611 -2.703 9.427 -0.007 -0.012 0.007
Si 16.329 0.006 9.445 -0.004 0.006 -0.003
Si 19.054 2.73 9.482 -0.008 0.009 -0.004
Si 16.329 5.442 9.454 0.004 -0.006 0.007
Si 19.057 8.167 9.493 -0.006 -0.004 0.002
Si 16.325 -5.445 9.46 -0.002 0 0.007
Si 19.05 -2.728 9.498 -0.003 -0.003 0
Si 21.782 0.007 9.54 -0.01 0.004 0.004
Si 24.497 2.733 9.556 -0.012 -0.002 0.004
Si 21.774 5.456 9.511 -0.006 -0.008 0
Si 24.487 8.156 9.536 0 -0.004 0.005
Si 21.766 -5.446 9.525 0.005 0.008 0.003
Si 24.496 -2.72 9.564 0.009 0 0.007
Si 27.22 -0.003 9.556 0.006 -0.018 0.001
Si 29.926 2.716 9.555 0.014 0.006 0.011
Si 27.211 5.442 9.551 -0.003 -0.003 0.005
Si 29.918 8.156 9.555 -0.006 -0.006 0.003
Si 27.206 -5.448 9.544 -0.001 0.004 0.001
Si 29.916 -2.735 9.536 -0.005 0.009 -0.005
Si -32.63 -0.011 9.536 0.013 -0.005 0.005
Si -29.921 2.701 9.543 -0.005 0.004 0.004
Si -32.648 5.433 9.547 0.007 0.006 0.008
Si -29.938 8.136 9.539 -0.01 -0.001 0.003
Si -32.65 -5.466 9.539 -0.013 -0.002 -0.001
Si -29.923 -2.741 9.527 0.008 0.004 -0.003
Si -27.194 -0.028 9.537 -0.004 -0.011 -0.004
Si -24.472 2.698 9.55 0.006 -0.009 0.01
Si -27.212 5.404 9.556 0.016 0 0.011
Si -24.48 8.123 9.548 0.015 0.002 0.001
Si -27.207 -5.466 9.53 0.001 -0.001 -0.004
Si -24.482 -2.751 9.558 -0.009 -0.001 0.004
Si -21.762 -0.029 9.578 -0.012 0.023 0.01
Si -19.045 2.684 9.562 0 0.02 0.002
Si -21.749 5.413 9.538 0.005 -0.008 -0.002
Si -19.03 8.127 9.563 0.001 -0.009 0.002
Si -21.756 -5.483 9.573 0.001 0.005 0.006
Si -19.025 -2.755 9.594 0.004 -0.004 0.015
Si -16.319 -0.03 9.571 -0.008 0.004 0
Si -13.598 2.715 9.562 -0.003 -0.008 0
Si -16.322 5.413 9.568 0.002 -0.006 -0.003
Si -13.605 8.142 9.582 0.001 0.018 0.008
Si -16.31 -5.477 9.572 0.013 0 0.001
Si -13.597 -2.753 9.545 0.011 -0.007 -0.01
Si -10.883 -0.004 9.527 0.006 -0.017 -0.01
Si -8.175 2.734 9.529 0.004 -0.015 -0.003
Si -10.89 5.449 9.552 0.003 0.004 -0.002
Si -8.192 8.188 9.523 -0.008 0.01 -0.005
Si -10.893 -5.442 9.554 -0.005 0.01 -0.001
Si -8.171 -2.691 9.522 0.006 -0.008 -0.007
Si -5.465 0.031 9.526 0.007 -0.007 0.007
Si -2.751 2.754 9.507 0 -0.009 0.005
Si -5.483 5.465 9.517 0.003 0.009 0.006
Si -2.755 -8.113 9.486 0.01 -0.002 -0.004
Si -5.482 -5.394 9.504 -0.003 0.008 -0.002
Si -2.765 -2.672 9.489 0.007 0.003 -0.002
Si 1.347 -1.308 10.825 0.003 -0.006 0.003
Si 4.084 1.405 10.791 -0.001 -0.003 -0.003
Si 1.355 4.128 10.824 -0.005 -0.002 0.006
Si 4.08 -9.466 10.802 0.013 0 0.008
Si 1.351 -6.745 10.818 -0.009 -0.009 0.002
Si 4.083 -4.022 10.795 0.003 -0.012 -0.003
Si 6.808 -1.312 10.775 -0.006 -0.01 0.001
Si 9.537 1.404 10.767 0.01 -0.005 -0.004
Si 6.814 4.122 10.771 0.01 0.01 -0.004
Si 9.541 -9.473 10.763 0.004 0.011 -0.002
Si 6.814 -6.745 10.778 -0.002 -0.002 0.001
Si 9.53 -4.03 10.764 -0.011 -0.008 -0.002
Si 12.252 -1.327 10.78 0.003 0.007 0.002
Si 14.974 1.388 10.788 0.003 0.004 -0.003
Si 12.257 4.119 10.772 0.017 0.002 -0.006
Si 14.975 6.824 10.801 0.001 -0.001 0
Si 12.253 9.555 10.766 -0.003 0.005 -0.008
Si 14.97 -4.057 10.802 0.006 0.005 -0.003
Si 17.687 -1.342 10.828 -0.007 0.006 -0.003
Si 20.411 1.379 10.871 0.008 -0.015 -0.002
Si 17.696 4.099 10.832 -0.003 -0.008 0.003
Si 20.414 6.816 10.87 -0.002 0.006 0.002
Si 17.699 9.539 10.841 0.017 0.004 -0.001
Si 20.411 -4.076 10.878 -0.005 -0.004 0.005
Si 23.137 -1.35 10.915 0.007 0.001 0.003
Si 25.848 1.358 10.912 -0.002 0.011 -0.003
Si 23.124 4.101 10.892 0.006 0.008 -0.002
Si 25.839 6.796 10.903 0.002 -0.004 -0.005
Si 23.128 9.52 10.892 0.003 0.001 -0.004
Si 25.853 -4.089 10.913 -0.01 0.005 0
Si 28.567 -1.374 10.908 -0.002 0.006 0.004
Si 31.284 1.343 10.896 0 -0.008 -0.01
Si 28.559 4.077 10.913 -0.015 -0.005 -0.006
Si 31.261 6.785 10.909 -0.014 0.014 -0.002
Si 28.554 9.514 10.913 0.009 0.002 0.004
Si 31.266 -4.106 10.888 0.015 -0.013 0
Si -31.28 -1.381 10.883 -0.005 0.004 0
Si -28.561 1.323 10.885 0.011 -0.007 0.002
Si -31.288 4.062 10.893 -0.001 0.001 -0.004
Si -28.578 6.77 10.894 0.005 -0.005 -0.004
Si -31.304 9.486 10.897 0.005 0.01 -0.004
Si -28.567 -4.106 10.88 -0.001 0.004 -0.005
Si -25.845 -1.391 10.903 0.004 0.008 0.006
Si -23.124 1.333 10.914 0 0.002 0.004
Si -25.84 4.045 10.9 -0.011 0 -0.002
Si -23.113 6.762 10.895 -0.004 0.001 -0.003
Si -25.847 9.49 10.887 -0.006 0.008 -0.002
Si -23.121 -4.118 10.913 -0.002 -0.007 -0.001
Si -20.394 -1.391 10.933 -0.009 -0.01 -0.005
Si -17.685 1.323 10.923 -0.001 -0.009 -0.004
Si -20.402 4.046 10.904 -0.011 -0.015 -0.001
Si -17.688 6.757 10.925 -0.002 0.004 0.001
Si -20.395 9.474 10.925 -0.003 0.007 0
Si -17.666 -4.125 10.937 0.01 0.016 0.002
Si -14.957 -1.402 10.912 -0.003 0.006 -0.006
Si -12.245 1.337 10.904 0 0.011 -0.004
Si -14.968 4.052 10.929 -0.008 -0.003 0.003
Si -12.252 6.779 10.934 -0.018 -0.008 0.014
Si -14.966 9.485 10.939 -0.005 -0.012 0.011
Si -12.248 -4.1 10.92 0.003 -0.011 0.008
Si -9.53 -1.355 10.894 0.011 0.006 0.004
Si -6.817 1.383 10.894 0.015 0.004 0.011
Si -9.534 4.079 10.902 0.005 0 0.001
Si -6.834 6.822 10.882 -0.01 -0.008 -0.003
Si -9.545 9.514 10.914 -0.008 0.002 0.013
Si -6.827 -4.055 10.887 -0.013 0.001 0.009
Si -4.104 -1.327 10.879 -0.007 -0.005 0.009
Si -1.381 1.402 10.859 0.015 0.008 0.005
Si -4.109 4.114 10.87 0.005 0.003 0.002
Si -1.384 6.847 10.836 0.008 0.006 0.001
Si -4.108 -6.758 10.854 -0.001 -0.006 -0.006
Si -1.39 -4.029 10.842 0.002 0.006 -0.001
Si 2.718 0.064 12.165 -0.012 0.005 -0.002
Si 5.441 2.785 12.142 -0.008 -0.005 -0.006
Si 2.716 5.504 12.173 -0.002 0.007 0.001
Si 5.44 -8.087 12.143 -0.001 0 -0.001
Si 2.716 -5.372 12.163 0.003 0.005 0
Si 5.44 -2.651 12.148 0.002 0.013 -0.001
Si 8.169 0.059 12.13 -0.01 0.009 -0.009
Si 10.896 2.768 12.131 -0.025 -0.001 0.005
Si 8.167 5.502 12.12 -0.008 -0.008 0.003
Si 10.89 -8.104 12.132 0.003 -0.009 0.005
Si 8.166 -5.372 12.131 -0.001 0.002 -0.004
Si 10.88 -2.67 12.14 -0.003 -0.019 0
Si 13.618 0.034 12.143 -0.001 0.013 -0.005
Si 16.326 2.742 12.172 -0.002 -0.014 -0.004
Si 13.611 5.476 12.154 0.006 -0.003 0.01
Si 16.335 8.177 12.184 -0.002 0.007 0.002
Si 13.6 10.914 12.151 -0.002 -0.006 0.002
Si 16.329 -2.7 12.183 0.006 -0.001 0.002
Si 19.043 0.011 12.209 -0.009 -0.005 -0.003
Si 21.772 2.733 12.248 -0.003 0.016 -0.003
Si 19.05 5.453 12.217 -0.001 -0.008 -0.003
Si 21.767 8.167 12.253 0.006 -0.005 -0.001
Si 19.053 10.886 12.234 -0.009 0.007 0.003
Si 21.77 -2.722 12.255 -0.005 0 0.002
Si 24.494 0.006 12.289 0.006 0.003 0.008
Si 27.193 2.726 12.272 0.01 -0.005 0.002
Si 24.474 5.451 12.27 -0.002 -0.011 -0.004
Si 27.19 8.153 12.268 -0.019 -0.004 -0.007
Si 24.489 10.869 12.262 -0.005 -0.003 -0.012
Si 27.209 -2.727 12.276 -0.001 -0.003 -0.004
Si 29.923 -0.009 12.257 0.009 -0.003 0.005
Si 32.634 2.704 12.252 0.012 0.008 0.002
Si 29.902 5.437 12.281 0.013 0.001 0.006
Si 32.606 8.145 12.267 0.002 -0.02 0.004
Si 29.913 10.872 12.271 -0.008 0.012 -0.007
Si 32.63 -2.742 12.223 -0.009 0 -0.012
Si -29.918 -0.035 12.243 -0.001 -0.004 -0.002
Si -27.197 2.671 12.237 0.006 -0.004 -0.002
Si -29.935 5.412 12.255 0.002 0.002 0.008
Si -27.204 8.123 12.234 0.01 0.014 0.004
Si -29.932 10.852 12.225 0.003 0.001 -0.004
Si -27.209 -2.759 12.246 -0.004 -0.007 -0.003
Si -24.478 -0.039 12.258 0.001 0.003 0.004
Si -21.749 2.681 12.259 -0.001 0.007 -0.007
Si -24.468 5.398 12.246 0.012 0.007 -0.001
Si -21.757 8.101 12.271 -0.003 -0.008 -0.005
Si -24.485 10.834 12.257 0 -0.001 -0.005
Si -21.754 -2.765 12.269 0.002 0.002 0
Si -19.027 -0.04 12.295 0.006 0.012 0.008
Si -16.329 2.68 12.281 0.001 -0.007 -0.001
Si -19.049 5.388 12.279 -0.001 -0.012 -0.003
Si -16.325 8.105 12.279 0.001 0.012 -0.004
Si -19.031 10.826 12.283 0.007 0.003 0
Si -16.303 -2.764 12.286 0.004 -0.009 -0.001
Si -13.604 -0.035 12.265 -0.004 -0.018 -0.005
Si -10.892 2.702 12.258 0 -0.009 -0.002
Si -13.612 5.408 12.291 0.01 0.011 0
Si -10.894 8.142 12.288 0.008 0 -0.004
Si -13.598 10.846 12.282 0.005 0.017 -0.009
Si -10.879 -2.732 12.255 0.002 0.011 -0.015
Si -8.175 0.007 12.249 -0.003 0 -0.009
Si -5.455 2.75 12.244 -0.004 0.002 -0.003
Si -8.176 5.447 12.254 -0.002 0.005 -0.001
Si -5.458 8.19 12.219 0.003 0.003 -0.007
Si -8.179 10.89 12.248 0.016 0.008 -0.011
Si -5.456 -2.7 12.239 0.006 -0.006 -0.005
Si -2.739 0.043 12.225 0.003 0.002 0.001
Si -0.004 2.774 12.188 -0.004 0.002 -0.004
Si -2.739 5.489 12.207 0 -0.003 -0.005
Si -0.013 8.215 12.18 0.002 0.001 -0.005
Si -2.738 -5.4 12.212 -0.002 -0.006 -0.002
Si -0.019 -2.664 12.186 -0.004 -0.012 -0.002
Si 1.369 1.428 13.537 0 0 -0.001
Si 4.087 4.148 13.52 0.01 0.001 0.008
Si 1.358 6.874 13.538 -0.013 0 0.005
Si 4.085 -6.723 13.516 0.007 -0.012 0.004
Si 1.349 -4.018 13.533 -0.005 -0.004 -0.002
Si 4.082 -1.29 13.518 0.002 -0.008 0.003
Si 6.815 1.433 13.487 0.004 -0.006 -0.004
Si 9.535 4.152 13.474 0.009 0.006 -0.007
Si 6.806 -9.447 13.483 0.007 0.002 -0.007
Si 9.531 -6.724 13.486 -0.01 0.012 -0.004
Si 6.812 -4.004 13.495 0.01 -0.014 -0.008
Si 9.528 -1.289 13.499 -0.009 0.021 0.002
Si 12.271 1.415 13.49 0.026 -0.016 -0.001
Si 14.982 4.128 13.523 0.009 -0.008 -0.007
Si 12.256 -9.453 13.494 0 0.01 -0.006
Si 14.974 9.566 13.516 0.007 -0.004 -0.004
Si 12.241 -4.027 13.501 -0.006 0.011 -0.004
Si 14.974 -1.315 13.524 -0.001 -0.002 -0.008
Si 17.682 1.39 13.548 -0.003 0.011 -0.011
Si 20.413 4.104 13.595 0.002 -0.01 0.001
Si 17.693 6.824 13.569 0.004 0.003 0.002
Si 20.412 9.528 13.616 0.007 0.009 -0.004
Si 17.694 -4.045 13.564 0.002 0.004 -0.006
Si 20.401 -1.344 13.59 -0.004 0.006 -0.005
Si 23.133 1.388 13.636 -0.004 -0.001 0.007
Si 25.826 4.089 13.633 -0.013 0.003 -0.014
Si 23.125 6.82 13.635 0.001 0.004 -0.008
Si 25.836 9.507 13.635 0.002 0.004 -0.01
Si 23.132 -4.093 13.618 0.018 -0.008 -0.007
Si 25.86 -1.366 13.645 0.008 -0.005 0.011
Si 28.561 1.359 13.611 -0.021 0.003 -0.016
Si 31.267 4.058 13.612 0.001 -0.005 -0.007
Si 28.535 6.801 13.644 -0.006 0.009 -0.003
Si 31.253 9.51 13.641 -0.014 0.006 0.007
Si 28.565 -4.088 13.639 0.01 0.004 0.009
Si 31.277 -1.394 13.589 0.019 -0.008 -0.015
Si 34.002 1.331 13.586 0 -0.003 -0.008
Si -28.565 4.024 13.578 0.016 -0.016 -0.007
Si 33.958 6.763 13.6 -0.004 0.016 -0.002
Si -28.574 9.486 13.568 -0.013 0.011 -0.009
Si 33.983 -4.108 13.569 0 0.002 -0.017
Si -28.574 -1.411 13.602 0.009 0.011 0.012
Si -25.841 1.318 13.603 -0.014 -0.007 0.006
Si -23.105 4.037 13.603 -0.005 -0.01 -0.014
Si -25.837 6.758 13.582 0.008 -0.009 -0.006
Si -23.133 9.455 13.609 -0.002 0.008 0.001
Si -25.844 -4.118 13.6 0 -0.009 0.008
Si -23.111 -1.397 13.611 -0.006 -0.006 -0.003
Si -20.395 1.33 13.632 -0.016 0.011 -0.01
Si -17.7 4.023 13.643 -0.008 0.008 -0.006
Si -20.416 6.73 13.642 -0.004 0.005 -0.002
Si -17.688 9.443 13.638 0.009 -0.01 -0.003
Si -20.394 -4.128 13.624 -0.01 0.003 0.002
Si -17.66 -1.412 13.647 0.002 -0.007 0.002
Si -14.974 1.309 13.631 -0.006 0.003 -0.011
Si -12.258 4.033 13.636 -0.001 -0.013 0.001
Si -14.984 6.75 13.653 -0.017 -0.002 0.006
Si -12.263 9.482 13.656 -0.026 0.016 0.012
Si -14.953 -4.131 13.646 0.004 -0.011 0.008
Si -12.242 -1.396 13.619 0.005 0.002 -0.008
Si -9.54 1.345 13.62 0.015 -0.002 -0.002
Si -6.812 4.096 13.616 0.007 -0.008 0.01
Si -9.536 6.774 13.638 0.006 -0.015 0.014
Si -6.807 9.538 13.594 -0.028 0.002 -0.01
Si -9.537 -4.095 13.624 -0.006 -0.001 0.001
Si -6.817 -1.353 13.602 0.005 -0.01 0.007
Si -4.089 1.4 13.6 0 -0.006 0.01
Si -1.362 4.133 13.547 0.005 0 -0.007
Si -4.097 6.838 13.582 -0.006 0.011 0
Si -1.367 9.559 13.561 0.019 -0.008 0.002
Si -4.094 -4.058 13.594 -0.003 0.004 0.009
Si -1.369 -1.315 13.569 0.014 0.005 0.007
Si 0.004 0.074 14.895 -0.005 0.006 0.001
Si 2.729 2.794 14.896 -0.015 -0.004 0.009
Si -0.004 5.505 14.89 -0.009 -0.001 -0.003
Si 2.715 8.256 14.89 0 0.01 0.007
Si 0.002 -5.388 14.903 -0.009 0.003 0
Si 2.701 -2.634 14.877 -0.008 -0.004 0.001
Si 5.453 0.09 14.853 -0.007 0.009 0.005
Si 8.17 2.813 14.834 -0.01 -0.003 0.008
Si 5.442 5.542 14.86 0.002 -0.004 0.003
Si 8.156 -8.07 14.831 -0.003 0.001 0.004
Si 5.443 -5.341 14.859 0.008 0.021 0.004
Si 8.155 -2.634 14.862 -0.018 -0.022 0.006
Si 10.909 0.071 14.846 -0.015 0.012 0.005
Si 13.624 2.773 14.867 -0.009 -0.002 0.006
Si 10.883 5.521 14.836 -0.006 -0.008 0.006
Si 13.612 -8.098 14.871 -0.005 -0.001 0.012
Si 10.871 -5.361 14.867 -0.007 -0.01 0.008
Si 13.592 -2.658 14.865 0.008 -0.013 0.003
Si 16.337 0.029 14.908 -0.005 -0.004 0.012
Si 19.026 2.751 14.925 0.003 -0.007 0
Si 16.324 5.476 14.926 -0.004 -0.011 0.009
Si 19.05 8.161 14.964 -0.005 -0.011 0.005
Si 16.317 10.924 14.899 0.013 0.014 0.003
Si 19.056 -2.71 14.958 -0.013 -0.009 0.009
Si 21.747 0.021 14.96 -0.003 -0.005 0.005
Si 24.494 2.741 15.028 0.01 0.012 0.015
Si 21.772 5.451 14.983 -0.004 -0.009 -0.005
Si 24.473 8.175 15.022 0.007 0.003 -0.006
Si 21.787 10.868 14.995 0.002 0.001 0.009
Si 24.499 -2.751 14.984 -0.012 -0.003 0.002
Si 27.234 0.005 14.994 0.01 0.007 0.005
Si 29.902 2.718 14.977 0.009 -0.002 0.014
Si 27.156 5.457 15.004 -0.003 -0.01 0.007
Si 29.886 8.159 15.014 0.002 0.002 0.006
Si 27.216 10.848 14.984 -0.017 0.004 -0.012
Si 29.932 -2.72 14.989 -0.008 -0.008 0.002
Si 32.645 -0.042 14.919 -0.004 -0.004 -0.002
Si 35.364 2.673 14.949 -0.003 0.007 0.009
Si 32.616 5.401 14.982 -0.001 -0.002 0.013
Si 35.32 8.145 14.905 0.009 -0.013 0.004
Si 32.627 10.898 14.957 0.024 0.015 0.004
Si 35.334 -2.783 14.944 -0.019 -0.002 0.004
Si -27.207 -0.049 14.941 0.006 -0.005 0.003
Si -24.454 2.67 14.939 0.021 0.02 -0.006
Si -27.187 5.372 14.905 -0.014 -0.001 -0.003
Si -24.486 8.086 14.972 0.005 0.005 0.009
Si -27.21 10.824 14.929 0.009 0.009 0.004
Si -24.479 -2.754 14.951 0.012 0.008 0.006
Si -21.744 -0.046 14.97 -0.005 0.007 0.004
Si -19.059 2.677 15.023 0 -0.016 0.004
Si -21.772 5.365 15.009 -0.003 -0.015 0.011
Si -19.042 8.068 14.994 0.001 0.012 -0.004
Si -21.763 10.811 14.947 -0.003 -0.006 -0.006
Si -19.023 -2.782 14.99 0.006 -0.001 0.01
Si -16.308 -0.052 15.019 0.006 0.004 0.011
Si -13.62 2.659 14.993 0.005 0 0.005
Si -16.347 5.373 15.003 0.01 -0.002 -0.003
Si -13.636 8.112 15.015 0.012 0.004 -0.003
Si -16.31 10.791 14.976 -0.008 0.004 -0.005
Si -13.577 -2.773 14.988 0.004 0.003 -0.002
Si -10.896 -0.033 14.977 -0.006 -0.008 -0.009
Si -8.182 2.717 14.962 -0.008 0.002 -0.001
Si -10.9 5.39 14.993 -0.001 0.007 0.003
Si -8.154 8.162 14.947 0.024 0.014 -0.009
Si -10.896 10.858 14.992 0.008 0 -0.003
Si -8.163 -2.735 14.965 0.008 0.019 -0.002
Si -5.46 0.024 14.943 -0.012 0.007 -0.001
Si -2.708 2.783 14.928 0.007 0.001 -0.002
Si -5.44 5.469 14.958 -0.012 -0.005 0.005
Si -2.731 8.202 14.934 -0.004 0.006 0
Si -5.451 -5.427 14.964 0.015 -0.002 0
Si -2.728 -2.682 14.933 0.003 -0.013 -0.002
O 0.081 -1.246 23.088 -0.01 -0.204 0.515
O -2.739 -5.176 21.689 -0.18 0.12 0.099
O -0.47 -3.53 25.58 -0.075 0.057 0.297
O 4.546 1.047 22.958 0.51 0.163 0.284
O 1.238 3.889 23.188 0.42 -0.166 0.637
O 0.45 2.144 25.036 -0.327 0.021 0.344
O 2.838 5.571 22.11 -0.033 0.02 0.244
O 4.231 7.6 23.017 -0.104 0.281 0.238
O -0.858 -5.455 -6.384 -0.272 0.262 0.207
O 5.484 -7.381 25.045 -0.316 0.165 0.713
O 2.76 -5.382 21.97 0.243 -0.163 0.392
O 4.103 -3.678 23.276 -0.41 -0.294 0.684
O 5.727 -1.961 22.45 -0.19 -0.475 0.16
O 10.732 -3.054 25.074 0.472 -0.384 -0.058
O 8.194 -3.423 25.774 -0.067 0.195 0.042
O 7.346 4.622 22.803 0.297 -0.242 0.343
O 8.676 6.818 23.011 -0.047 0.035 0.516
O 10.723 -8.069 22.171 -0.12 0.057 0.464
O 6.827 3.141 26.014 -0.46 0.053 -0.448
O 6.74 -7.073 22.889 0.034 -0.572 0.111
O 11.621 -1.423 22.974 -0.059 0.302 0.383
O 11.835 1.223 -6.435 0.16 0.033 0.283
O 18.823 -0.1 25.216 0.059 0.087 0.943
O 17.41 1.474 23.785 0.701 0.074 -0.389
O 11.021 2.959 22.01 0.303 -0.197 0.332
O 9.307 1.51 23.016 0.078 0.559 0.615
O 14.248 6.657 22.981 0.017 0.262 0.244
O 16.186 8.159 22.084 0.137 -0.014 0.45
O 14.73 -7.259 24.742 0.162 -0.321 -0.344
O 13.414 -5.062 25.166 -0.315 0.081 0.512
O 14.778 -4.534 22.963 0.056 -0.592 0.066
O 17.921 -1.007 23.009 0.386 -0.34 0.395
O 26.929 -4.753 25.714 0.65 0.409 -0.194
O 20.768 -1.575 24.384 -0.484 -0.317 0.689
O 21.748 2.629 22.21 0.008 0.17 0.188
O 16.91 3.853 22.833 -0.197 0.46 0.257
O 18.875 5.335 22.081 -0.116 -0.153 0.458
O 20.225 6.9 23.463 -0.199 -0.154 0.702
O 16.169 -6.55 -5.952 0.447 -0.384 -0.052
O 17.68 -6.383 23.165 -0.499 0.024 0.498
O 22.283 -3.667 24.598 0.21 0.039 0.409
O 21.724 0.005 -3.615 0.709 -0.383 0.377
O 21.364 -2.944 22.21 0.557 0.133 -0.473
O 23.153 -1.53 23.245 0.401 0.266 0.478
O 24.659 0.124 22.098 -0.287 0.214 0.501
O 26.538 1.939 22.544 0.022 -0.112 0.067
O 26.126 3.663 24.4 -0.115 0.276 0.634
O 23.774 3.959 23.097 -0.127 -0.164 0.377
O 25.323 5.994 23.283 -0.277 0.257 0.373
O 27.036 7.753 22.536 0.365 -0.082 -0.047
O 28.385 -6.513 23.226 -0.056 0.549 0.34
O 23.161 -5.759 23.241 0.379 0.272 -0.103
O 25.899 -4.609 23.161 -0.091 -0.024 0.04
O 31.566 -5.148 25.095 -0.232 -0.214 -0.419
O 27.239 -2.651 22.223 -0.021 -0.094 0.234
O 32.228 3.265 25.365 -0.002 0.461 -0.572
O 28.415 -0.599 23.245 0.335 0.244 0.073
O 31.56 1.438 23.457 -0.368 -0.333 0.275
O 22.29 5.82 -5.789 0.169 0.399 0.059
O 28.448 3.624 23.2 0.336 -0.143 0.561
O 30.04 5.437 22.184 -0.186 0.117 0.442
O 32.276 6.73 22.765 0.554 -0.49 -0.025
O 30.896 -7.898 24.109 -0.319 0.229 0.056
O 30.218 -5.287 22.13 -0.099 -0.182 0.155
O 31.895 -1.959 -6.388 0.143 -0.258 0.605
O 29.114 -0.646 25.733 0.029 -0.736 -0.23
O 32.139 -3.652 23.025 0.576 0.486 0.069
O -31.171 -4.841 24.431 0.069 -0.048 -0.703
O -30.137 -1.93 26.079 -0.078 0.097 0.258
O -29.79 0.145 22.056 -0.01 0.057 0.211
O -28.327 2.161 22.846 -0.278 0.312 0.036
O -29.896 2.011 -6.491 -0.279 -0.269 0.378
O -32.061 3.544 -6.64 -0.058 0.445 0.224
O -28.684 -0.257 24.63 0.087 0.301 -0.568
O -28.427 6.739 23.145 0.406 0.362 0.027
O 31.555 7.059 -7.138 -0.249 0.296 -0.075
O -29.909 -5.643 22.073 -0.076 -0.102 0.533
O -27.824 -4.147 22.71 0.28 -0.281 0.217
O -26.301 -1.97 22.93 -0.261 0.073 0.339
O -24.67 -0.064 22.086 -0.154 0.35 0.593
O -22.801 1.379 23.164 0.306 0.609 0.234
O -20.972 3.711 23.151 -0.122 -0.748 -0.015
O -26.384 3.736 23.346 0.091 0.234 0.47
O -24.669 5.462 22.135 -0.01 0.291 0.092
O -23.09 7.633 22.581 0.018 0.433 -0.351
O -22.305 3.619 25.495 0.06 -0.613 0.427
O -22.73 -3.683 22.806 0.069 -0.175 0.422
O -22.102 8.157 24.961 0.558 -0.037 0.507
O -23.094 -1.5 -6.071 0.3 0.053 0.417
O -20.469 -2.291 22.901 0.574 -0.165 0.35
O -19.108 -0.191 22.086 -0.156 0.029 0.405
O -16.997 0.922 23.084 0.493 0.096 0.032
O -20.759 5.185 -4.839 0.316 -0.391 -0.059
O -19.059 5.354 22.305 0.158 0.168 0.143
O -23.318 8.112 -5.691 -0.038 -0.205 0.045
O -16.387 -5.752 -5.823 0.151 -0.014 -0.076
O -17.153 6.98 23.308 0.167 -0.362 0.337
O -19.241 -5.44 22.061 -0.019 0.047 0.262
O -14.898 -1.896 23.233 -0.119 -0.47 -0.055
O -13.237 -1.396 25.334 0.016 0.569 -0.108
O -11.66 1.153 25.407 -0.162 -0.369 0.465
O -15.5 3.594 23.309 -0.656 -0.177 -0.06
O -13.725 5.243 22.257 0.077 -0.006 0.399
O -12.073 6.817 23.331 -0.021 -0.148 0.295
O -12.487 3.756 25.038 0.559 0.131 0.026
O -15.357 -7.446 22.94 0.113 -0.187 0.01
O -13.835 -5.586 21.899 0.072 0.235 0.367
O -12.199 -4.371 23.285 0.353 0.317 0.338
O -7.943 -0.811 22.651 0.296 -0.113 0.014
O -9.852 -2.307 23.218 -0.471 -0.1 -0.001
O -10.307 -6.22 -4.034 0.148 0.02 -0.658
O -7.567 1.634 22.905 -0.223 0.29 0.461
O -9.856 3.808 23.09 -0.264 -0.395 0.111
O -12.04 2.022 23.012 0.471 0.385 -0.025
O -7.879 7.347 25.426 -0.192 0.176 0.145
O -7.39 -6.341 24.908 -0.159 -0.37 -0.212
O -10.216 -7.877 22.77 0.258 -0.527 -0.286
O -6.576 6.836 23.168 0.388 0.327 0.114
O -8.463 -6.011 22.498 0.261 0.135 -0.188
O -6.882 -4.245 23.246 0.205 0.294 0.406
O -5.373 -2.751 21.893 -0.006 -0.11 0.544
O -2.08 0.029 22.405 -0.481 -0.31 -0.404
O -0.47 2.063 22.578 0.418 0.146 -0.084
O -5.459 2.724 22.027 -0.009 -0.105 0.187
O -3.75 4.055 23.33 -0.097 -0.394 0.269
O -0.221 7.374 22.864 0.365 -0.393 -0.114
O -5.512 4.493 -7.038 0.446 0.284 0.016
O -4.164 -6.538 23.26 -0.629 -0.265 0.3
O -1.67 -6.877 23.563 -0.185 0.214 -0.146
O -2.675 -4.709 24.677 -0.541 0.268 0.379
O -2.221 -0.667 -3.028 0.085 -0.109 0.284
O 3.807 -1.174 24.136 -0.492 -0.329 0.406
O 4.138 -6.93 -4.176 -0.571 -0.526 0.363
O -1.041 -4.415 -1.253 0.602 -0.035 -0.204
O 1.361 -5.817 -5.291 0.774 0.187 -0.012
O 5.79 -2.574 25.054 -0.131 0.397 0.351
O 6.86 -4.105 -1.406 0.247 0.032 0.635
O 12.733 4.592 23.139 0.28 -0.156 0.147
O 9.719 -0.652 24.494 -0.163 -0.662 -0.031
O 8.993 -2.766 -1.25 0.125 0.524 -0.094
O 8.265 5.286 25.115 0.556 0.143 0.15
O 13.493 -3.919 -3.622 -0.201 0.226 0.212
O 12.32 6.53 24.887 -0.177 0.053 -0.139
O 6.774 -4.225 -5.833 0.317 0.125 0.224
O 5.333 -2.321 -4.577 0.061 0.499 0.401
O 14.256 -2.545 24.652 -0.326 0.224 -0.002
O 16.309 -2.711 22.017 -0.093 0.006 0.243
O 6.975 0.851 -6.394 -0.112 0.06 0.61
O 10.052 0.781 -4.522 0.164 -0.678 -0.157
O 14.14 8.167 -6.871 0.215 0.012 0.166
O 16.945 -7.962 25.921 0.466 0.103 -0.593
O 12.417 -7.366 25.889 0.226 0.127 0.492
O 18.574 -4.589 24.926 0.364 0.245 0.063
O 13.793 -6.327 -4.878 0.075 -0.444 0.388
O 16.093 -0.507 24.875 -0.532 0.151 -0.012
O 12.447 0.352 -1.304 -0.527 0.297 -0.124
O 16.364 -3.995 -5.086 -0.345 0.107 -0.131
O 17.649 -1.671 -4.795 0.163 0.103 -0.307
O 21.339 0.79 25.344 0.004 0.476 -0.007
O 17.76 3.273 -3.896 -0.734 -0.259 0.021
O 18.274 0.961 -5.04 -0.552 0.101 -0.346
O 24.182 4.95 25.486 -0.01 0.648 0.334
O 22.037 7.945 25.146 0.265 -0.433 -0.002
O 26.134 -6.929 24.435 -0.661 -0.239 0
O 25.403 3.722 -3.136 0.382 0.022 0.284
O 19.764 -4.946 22.655 0.265 -0.291 0.033
O 21.775 -7.748 22.535 -0.116 -0.524 -0.147
O 20.132 -0.804 -5.514 -0.069 -0.08 -0.684
O 18.472 8.109 -3.927 -0.093 0.148 -0.25
O 20.01 2 -3.33 0.457 0.406 0.22
O 22.273 0.794 -6.1 -0.181 0.078 -0.045
O 23.376 -0.447 -1.223 -0.199 -0.133 -0.024
O 19.756 6.797 -5.867 -0.403 0.072 -0.296
O -32.081 7.585 25.099 0.306 -0.528 0.056
O 28.488 1.417 -5.757 -0.38 -0.519 0.28
O 25.006 -2.742 -2.849 -0.681 0.059 0.268
O 23.438 -4.036 -5.66 0.415 -0.195 0.127
O 23.105 3.32 -6.15 0.03 -0.041 0.043
O 28.013 -6.661 -4.299 0.206 0.433 -0.057
O 22.906 4.282 -3.709 -0.482 -0.201 0.321
O -32.21 3.038 22.169 0.245 -0.051 0.726
O 23.086 -6.477 -4.871 -0.225 -0.374 -0.403
O -28.718 3.897 24.811 -0.211 0.166 -0.299
O 32.597 -5.736 -3.504 0.112 0.327 -0.327
O 27.682 -6.871 -6.989 0.542 -0.289 -0.187
O -32.011 -7.171 22.968 -0.284 0.088 0.189
O 29.722 1.982 -3.463 -0.252 -0.25 0.11
O 32.485 8.079 -4.165 -0.215 0.115 0.136
O -28.679 -5.34 25.35 0.237 0.141 -0.545
O -26.766 6.161 25.129 -0.162 -0.293 0.27
O 26.963 7.511 -5.357 -0.696 -0.164 -0.35
O -30.357 -1.924 23.424 -0.269 -0.555 0.112
O -27.114 4.86 -6.701 -0.544 -0.005 -0.015
O -28.005 -7.811 24.974 0.16 0.192 -0.398
O -27.07 -4.849 -4.717 0.515 0.077 -0.109
O 31.11 4.88 -5.907 -0.076 -0.021 0.511
O -30.227 7.638 -3.66 -0.06 0.105 -0.185
O -24.614 4.932 25.889 -0.528 -0.131 -0.134
O -25.873 -6.721 23.187 -0.151 -0.597 0.418
O -30.23 5.106 22.131 0.185 0.135 0.196
O -26.949 -3.024 -2.886 0.35 -0.395 0.237
O -25.685 -4.19 24.186 0.316 0.294 0.294
O -23.668 0.257 25.419 -0.58 -0.25 0.099
O -22.648 -1.178 23.62 -0.454 0.134 -0.366
O -20.66 -6.045 -5.41 0.305 0.197 -0.132
O -22.61 5.646 23.992 -0.358 -0.278 -0.27
O -24.505 7.307 24.784 -0.308 0.205 -0.141
O -27.896 6.478 -3.779 -0.146 -0.577 -0.319
O 22.632 -1.659 -5.433 -0.152 -0.225 0.081
O -16.545 -1.417 -3.466 -0.189 0.405 -0.068
O -31.372 -2.642 -3.919 -0.186 0.426 -0.309
O -23.361 -5.7 -5.202 -0.321 0.265 0.176
O -21.675 -3.119 25.108 -0.205 -0.449 0.037
O -2.816 5.68 25.285 -0.099 0.435 -0.054
O -23.396 4.924 -4.529 -0.046 0.741 0.248
O -15.808 -0.411 25.133 -0.013 -0.037 0.583
O 7.486 -1.713 -5.907 0.675 -0.056 -0.022
O -15.51 6.846 -5.723 -0.082 0.34 -0.139
O -14.917 3.917 25.931 -0.517 0.293 0.386
O -20.314 5.419 25.006 0.308 0.526 -0.376
O -16.648 2.066 25.279 -0.143 0.345 0.233
O -10.895 7.464 -4.188 0.189 -0.022 0.427
O -18.454 -7.407 -5.834 0.346 -0.068 0.436
O -20.859 8.158 -6.863 0.146 0.087 -0.407
O -17.296 -4.394 23.257 0.195 0.372 0.239
O -16.514 -5.186 25.667 0 -0.352 0.505
O 16.287 -5.373 25.708 -0.174 0.057 -0.226
O -9.158 0.463 24.657 -0.134 -0.169 0.196
O -28.013 -2.707 24.753 0.209 -0.021 0.724
O -7.434 4.332 -5.315 0.037 -0.404 -0.167
O -15.22 -0.997 -6.318 -0.232 -0.088 0.552
O -14.118 1.793 24.622 -0.219 -0.796 -0.195
O -13.646 6.167 25.826 0.19 0.182 -0.454
O -10.018 6.023 -6.149 -0.17 0.001 -0.047
O -13.97 -5.184 25.156 -0.285 0.021 -0.125
O 6.222 6.557 24.246 0.033 -0.138 0.01
O 24.832 5.11 -5.269 0.316 0.293 -0.352
O -9.61 5.414 25.239 -0.56 0.071 0.07
O -4.057 -0.029 25.641 -0.42 0.131 0.028
O -12.844 -1.969 -5.694 0.05 0.51 -0.212
O 2.865 -1.861 -3.721 0.372 0.418 0.379
O -6.562 -6.797 -6.112 -0.228 -0.133 0.594
O -24.391 -5.406 21.739 0.033 0.058 0.127
O -5.359 -4.697 -4.037 -0.142 0.046 -0.569
O -8.292 -4.554 -6.37 -0.271 0.267 0.351
O -12.102 -7.097 -5.775 -0.143 0.047 0.079
O -7.915 -5.32 -3.407 0.112 0.286 -0.609
O -14.611 1.437 -5.687 0.024 0.273 -0.242
O -27.603 2.624 -5.484 0.023 0.375 0.52
O -4.463 -0.764 23.191 0.278 0.36 0.392
O -6.201 -4.465 26.059 0.278 -0.105 -0.008
O 0.222 6.008 -4.805 0.692 0.051 -0.105
O -2.32 5.951 22.666 -0.496 0.252 -0.156
O -1.907 -1.629 -5.363 0.016 -0.193 0.196
O -0.098 8.063 -3.336 0.613 -0.193 0.007
O -0.262 -7.949 -5.892 -0.188 -0.141 -0.402
O 2.162 0.146 22.583 0.061 0.425 -0.187
O -3.24 -7.038 25.724 0.167 0.331 0.192
O -10.6 -3.454 -5.806 -0.245 -0.575 0.001
O -4.471 0.282 -3.948 -0.214 -0.036 -0.436
O 3.041 3.737 -0.449 0.271 -0.151 -0.075
O -4.831 2.917 -3.414 0.479 -0.169 0.156
O 1.445 2.373 -2.562 -0.233 -0.509 -0.293
O 5.071 7.424 -5.612 -0.238 -0.332 0.286
O 7.741 3.427 -7.077 0.533 0.193 -0.401
O 2.657 8.178 -0.337 0.21 0.196 -0.566
O 3.005 3.028 -6.838 -0.484 -0.088 -0.469
O 1.085 -1.641 -1.714 -0.309 0.261 -0.147
O 3.554 -4.2 -4.97 0.091 -0.082 -0.628
O 1.347 3.714 -5.044 0.244 0.291 0.081
O 8.213 -5.241 21.929 0.038 0.077 0.245
O 31.207 -6.474 -5.632 -0.34 -0.48 -0.265
O 7.915 -0.602 22.607 0.225 -0.271 -0.059
O 7.568 0.888 24.782 -0.477 -0.15 -0.15
O -27.925 0.109 -6.078 -0.239 -0.366 -0.538
O 9.806 6.552 -1.484 0.205 -0.302 -0.058
O -22.31 5.937 -6.741 0.005 -0.412 -0.619
O -14.33 0.106 -3.388 0.381 -0.111 -0.197
O 5.124 -4.873 -3.142 0.031 0.531 -0.301
O -28.666 -3.179 -0.922 -0.231 -0.154 -0.252
O -15.828 2.245 -3.499 -0.171 0.088 -0.543
O 4.475 -5.027 -0.692 -0.104 -0.427 -0.025
O 7.706 -2.995 -3.645 0.257 -0.167 -0.046
O 7.708 4.611 -4.816 -0.468 0.33 0.487
O 15.007 2.085 23.133 -0.171 -0.151 0.275
O -27.932 -7.218 -3.51 -0.099 0.473 0.244
O 11.474 6.913 -3.469 0.135 0.502 0.167
O 14.065 6.663 -3.79 0.077 0.277 -0.181
O 9.103 -7.021 -5.769 0.401 -0.069 0.056
O 15.139 6.174 -1.366 -0.193 -0.51 -0.177
O 15.259 -1.776 -5.856 -0.119 0.438 0.264
O 15.46 -2.221 -3.318 0.231 0.553 0.147
O 6.504 -4.989 24.496 0.081 0.071 -0.312
O -9.222 -0.127 -5.657 -0.188 0.313 0.223
O 10.98 2.581 -2.873 0.198 -0.155 0.267
O 8.507 2.581 -3.47 -0.728 0.087 0.18
O 12.414 6.511 -5.85 -0.55 -0.3 0.195
O 12.069 -0.962 26.113 0.337 -0.234 -0.563
O -25.243 0.065 -5.836 0.276 0.236 0.33
O 5.407 3.739 -5.947 -0.113 -0.28 0.67
O 3.701 3.856 -2.892 -0.036 0.205 -0.482
O 3.028 1.806 -4.468 0.23 -0.48 -0.13
O 28.336 7.796 24.821 -0.202 -0.371 0.204
O 24.864 -5.332 -3.268 -0.403 0.088 0.465
O 12.32 -4.486 -5.924 -0.839 0.522 0.058
O 20.367 -4.293 -1.512 -0.255 0.131 -0.359
O 25.216 -1.956 -5.283 0.523 -0.223 -0.292
O 20.79 0.658 -1.18 0.204 -0.447 -0.16
O -12.405 3.29 -6.103 0.489 -0.551 -0.02
O 18.99 5.547 -3.61 0.54 -0.331 0.091
O 19.767 3.138 -5.636 0.084 -0.063 0.127
O -25.791 6.663 -5.358 0.128 0.134 -0.05
O -12.548 -7.189 -3.112 -0.101 0.417 0.002
O 25.632 -6.558 -5.461 -0.049 0.059 -0.488
O 24.528 -7.25 -0.781 0.424 0.131 0.215
O -31.157 -1.544 -1.446 0.693 0.228 -0.406
O 24.489 -5 25.282 0.011 0.213 0.382
O 22.644 -5.438 -1.05 0.383 0.3 0.09
O 23.925 0.065 25.536 -0.038 -0.102 -0.858
O 18.517 -5.325 -5.736 0.017 0.142 0.282
O -29.192 1.129 -4.019 -0.491 0.11 0.141
O 29.468 -2.835 -3.354 0.239 -0.288 -0.051
O 27.362 5.227 -4.236 0.42 -0.33 0.168
O 16.43 -5.559 -0.33 -0.005 0.021 -0.356
O 20.955 7.286 -3.713 0.446 -0.207 -0.345
O 31.032 1.097 25.994 -0.08 0.555 -0.011
O 29.391 6.692 -5.467 0.167 0.207 0.179
O -17.321 6.228 -1.22 0.346 0.243 0.148
O -17.714 -2.194 -5.68 0.077 0.012 0.037
O 29.449 -1.541 -1.111 0.432 -0.023 -0.194
O 12.604 -6.71 23.249 0.002 -0.028 0.094
O -30.729 -4.373 -5.881 -0.491 -0.405 0.024
O 24.562 -2.609 -0.199 -0.193 -0.23 0.013
O -21.017 0.519 24.91 0.16 0.294 -0.337
O -29.237 6.323 25.663 -0.452 0.336 0.295
O 22.78 7.586 -1.916 -0.026 -0.507 -0.272
O -32.068 5.694 -3.499 0.057 -0.317 -0.397
O 28.459 7.383 -3.148 0.397 -0.283 0.506
O 0.55 -6.946 -1.148 -0.047 0.383 -0.301
O -11.472 4.818 -4.206 0.019 -0.06 0.389
O -4.493 7.85 -5.514 0.175 0.2 -0.175
O -22.182 3.383 -6.185 0.285 -0.331 0.207
O -26.103 -6.189 25.711 0.194 -0.348 0.357
O 1.008 1.407 -6.296 0.394 -0.16 -0.084
O -22.936 0.992 -6.799 0.212 -0.033 0.262
O -23.658 -5.996 24.573 0.014 -0.062 0.319
O -23.086 4.306 -1.774 -0.046 0.069 0.213
O -23.754 -7.396 -3.236 0.691 0.402 0.108
O -28.104 -6.869 -6.054 -0.472 0.078 0.057
O 21.087 -5.246 -6.141 0.062 -0.364 -0.027
O -24.502 -2.765 -0.32 -0.003 -0.12 -0.412
O -28.902 -2.974 -4.649 -0.151 0.522 -0.124
O -26.811 0.114 -3.731 0.585 0.042 0.333
O -8.702 3.142 -0.424 -0.033 -0.067 -0.475
O 8.131 -6.881 25.174 0.095 0.102 -0.439
O -26.585 -2.127 -5.299 0.338 -0.206 -0.284
O -14.269 -2.529 -2.875 -0.228 0.194 0.126
O -21.4 6.253 -2.596 -0.62 0.553 0.069
O -16.275 5.615 -3.571 0.111 -0.205 -0.392
O 23.204 2.53 25.81 0.215 -0.078 -0.561
O -18.833 6.011 -3.32 -0.074 0.347 -0.233
O -18.967 -2.505 -3.349 -0.271 0.342 -0.182
O -6.09 5.448 25.53 0.488 -0.128 0.16
O -21.691 -4.889 -3.385 -0.006 0.022 -0.148
O -21.847 -3.745 -5.812 0.027 0.069 -0.039
O -2.932 -4.657 -3.062 -0.265 -0.21 0.296
O 1.28 -0.392 25.884 -0.236 -0.449 -0.104
O -16.984 1.527 -1.243 0.285 -0.355 -0.372
O 22.201 -5.932 25.846 -0.205 0.324 0.168
O 2.066 -2.894 26.008 0.363 -0.088 -0.479
O 20.938 -6.791 -2.39 -0.537 -0.22 -0.411
O -10.535 7.826 25.311 -0.187 0.13 0.569
O -17.678 3.824 -2.392 -0.766 -0.405 -0.267
O -16.238 -5.453 -0.522 -0.089 -0.005 -0.498
O -9.655 -6.301 -1.516 -0.217 -0.164 -0.061
O -8.027 -2.416 25.44 0.048 0.419 0.045
O -2.164 -2.154 24.086 -0.542 0.054 0.084
O 0.525 4.336 -1.118 0.086 0.569 -0.038
O -8.469 -1.862 -3.567 0.583 -0.083 -0.349
O -5.402 -2.206 25.232 0.525 -0.217 0.095
O -1.484 0.18 24.937 0.215 0.391 0.292
O 6.879 -7.316 -4.385 0.066 0.17 0.452
O 10.071 3.212 -5.455 0.314 0.216 -0.241
O -9.186 -4.431 24.513 -0.184 -0.266 0.167
O 12.203 4.433 -1.535 -0.143 0.71 -0.118
O -6.113 -7.049 -3 -0.508 -0.213 -0.273
O -17.014 -4.038 -3.952 -0.241 -0.525 0.111
O 29.737 -6.708 26.122 -0.534 0.249 0.177
O -10.926 -1.408 -4.125 -0.474 0.16 0.082
O -8.548 3.118 -3.294 -0.44 0.106 -0.037
O 9.788 -3.326 22.708 -0.211 0.103 0.285
O -6.823 1.35 -4.212 -0.175 -0.217 -0.427
O 6.347 -6.636 -1.454 -0.242 -0.279 -0.589
O -21.309 -6.429 23.241 -0.163 0.052 0.061
O -6.697 6.753 -6.047 -0.207 0.027 0.469
O -2.188 6.999 -4.668 -0.062 -0.173 -0.121
O -31.066 -6.551 -1.484 0.609 -0.269 -0.32
O -1.886 -6.849 -1.959 -0.454 -0.008 0.405
O 29.516 -4.634 -6.431 -0.159 -0.03 0.369
O -7.843 -2.92 -1.116 -0.01 0.481 0.139
O -3.203 -4.267 -5.613 -0.029 -0.05 -0.228
O -1.226 0.851 -5.062 -0.267 0.315 0.051
O 26.504 -0.672 25.19 -0.13 -0.375 -0.328
O -4.117 -2.396 -3.839 -0.245 0.059 -0.218
O -2.854 2.883 -0.335 -0.081 -0.175 -0.378
O 0.958 -6.725 23.098 0.373 0.054 0.623
O -21.34 -5.914 25.885 -0.479 -0.216 0.329
O -0.932 7.093 -1.104 0.393 -0.623 -0.394
O 3.959 6.09 -1.259 0.294 0.138 -0.711
O 2.911 1.262 24.915 0.441 0.476 0.038
O -0.647 3.859 -3.401 -0.421 0.275 -0.223
O 16.274 3.344 25.258 0.415 -0.09 0.102
O 13.583 8.071 -0.503 -0.041 0.139 -0.194
O -18.414 -0.041 25.055 -0.097 -0.46 -0.138
O -14.474 -7.395 -1.3 0.049 -0.172 -0.24
O 5.292 0.042 -0.377 0.304 -0.129 -0.141
O 7.907 2.705 -0.577 0.151 -0.058 -0.195
O 5.711 4.187 -1.202 0.026 -0.275 -0.441
O 8.133 8.151 -0.414 0.014 0.053 -0.305
O 8.901 7.35 -3.931 -0.135 -0.257 -0.253
O -9.044 5.664 -3.701 0.176 0.379 0.437
O 1.159 -5.538 25.898 0.438 -0.118 -0.384
O 2.807 -2.922 -0.41 0.04 -0.052 -0.295
O -19.057 -4.941 25.143 -0.346 0.158 -0.242
O 6.793 -1.508 -1.609 -0.335 0.302 -0.397
O -25.428 3.481 -1.079 -0.241 -0.253 -0.319
O 9.435 0.851 -1.712 0.198 -0.532 -0.1
O -20.296 -3.976 -1.454 -0.009 0.011 0.111
O 13.497 2.58 -0.28 0.157 -0.326 0.506
O 12.521 4.542 -4.13 0.217 -0.169 -0.635
O -25.604 7.16 -2.739 -0.238 0.013 0.02
O 9.816 4.933 -3.466 0.134 -0.185 0.278
O 16.067 8.062 -2.912 -0.309 0.395 -0.024
O 10.375 -4.872 -1.416 0.411 -0.092 0.067
O 11.515 -7.092 -1.577 -0.131 -0.278 -0.275
O 13.256 -2.025 -1.72 0.037 -0.283 -0.48
O 14.917 -3.937 -1.434 0.151 -0.175 -0.307
O 15.073 0.945 -1.51 0.43 -0.177 -0.59
O 16.9 -0.399 -0.432 0.177 -0.128 -0.776
O 17.732 4.465 -1.515 -0.118 0.174 0.129
O -0.08 -7.802 25.308 -0.405 -0.446 0.371
O 13.445 2.428 -2.866 0.494 -0.078 -0.534
O 16.377 5.475 -3.532 -0.116 -0.051 -0.301
O 31.76 -1.986 -2.459 0.001 0.424 -0.347
O 18.036 -7.257 -1.454 0.159 -0.036 -0.247
O 21.82 -4.625 -3.601 0.124 0.229 -0.052
O 17.181 -5.971 -3.586 0.149 0.257 0.243
O 18.859 -2.494 -0.417 -0.133 -0.022 -0.471
O -4.405 -0.99 -1.604 -0.274 0.413 0.029
O 19.25 2.641 -0.414 0.184 0.079 -0.34
O -32.479 -2.896 25.544 -0.234 0.281 -0.21
O 23.418 1.907 -2.691 -0.127 -0.024 -0.129
O 23.728 3.967 -1.17 0.504 0.164 -0.148
O 20.273 7.278 -1.202 -0.389 -0.165 -0.168
O 21.791 5.395 -0.217 -0.028 -0.114 -0.187
O 25.312 6.718 -1.443 0.024 -0.244 -0.625
O -24.323 2.694 -3.364 0.164 -0.621 -0.197
O -14.01 4.955 -4.721 0.17 0.051 -0.119
O -0.775 -4.012 22.966 0.767 -0.002 -0.157
O -8.243 5.404 21.947 -0.151 0.042 -0.009
O -15.342 3.684 -1.329 0.079 0.549 -0.193
O 27.366 -0.084 -0.338 -0.128 0.185 -0.631
O 2.367 -5.369 -3.007 0.016 -0.222 0.49
O -4.366 4.667 -1.527 -0.111 0.242 -0.095
O -10.663 -2.248 25.606 0.05 0.171 0.092
O 27.243 5.307 -0.474 0.159 -0.223 -0.17
O 28.984 3.591 -1.449 -0.195 -0.108 -0.542
O 31.299 4.006 -2.668 0.228 -0.028 -0.603
O 30.016 8.077 -0.403 -0.048 0.105 -0.073
O 26.2 -4.4 -1.192 0.321 -0.361 -0.092
O 28.317 -6.754 -1.598 -0.131 0.141 -0.149
O -1.202 4.016 24.169 0.063 -0.07 0.19
O 30.568 -3.916 -1.187 -0.547 -0.17 -0.408
O -32.675 0.108 -0.261 0.199 0.088 -0.616
O -15.38 -0.857 -1.158 -0.401 0.462 -0.036
O -29.943 2.737 -0.469 -0.314 0.247 -0.261
O -4.552 -6.844 -1.045 0.252 0.662 -0.086
O 30.905 1.856 -1.157 0.035 -0.072 -0.258
O -31.781 4.406 -1.268 0.195 0.078 -0.367
O 19.234 -0.472 -3.061 -0.122 -0.574 0.527
O 30.365 -7.053 -3.203 0.235 0.193 0.209
O 32.33 -5.616 -0.088 0.105 -0.12 -0.178
O 31.694 6.313 -1.406 0.167 0.237 -0.206
O -30.58 -6.865 26.11 0.216 -0.208 -0.151
O 24.859 -0.131 -3.38 -0.192 0.274 -0.434
O 16.58 -2.807 25.821 0.44 0.02 -0.015
O -25.107 3.381 -5.781 0.323 -0.136 -0.238
O -1.075 4.133 -6.01 -0.378 0.259 0.13
O 31.03 2.375 -5.663 0.138 0.023 0.31
O -28.703 7.452 -1.482 0.147 0.267 -0.056
O -27.143 5.474 -0.519 -0.087 0.016 -0.608
O -25.484 -6.967 -1.292 -0.244 -0.06 -0.465
O -27.21 -5.331 -0.302 -0.229 -0.065 -0.074
O -31.878 -3.994 -1.771 -0.022 0.077 0.62
O -31.388 6.727 -5.876 0.376 -0.265 -0.065
O -28.719 -1.055 -2.466 -0.67 -0.209 -0.24
O -26.657 -1.331 -0.916 0.178 0.657 -0.344
O -23.445 1.719 -1.14 -0.223 -0.247 -0.276
O -21.695 0.007 -0.295 0.064 0.233 -0.181
O -18.963 2.582 -0.008 -0.006 -0.069 -0.156
O -20.494 4.106 -1.317 0.141 -0.461 -0.334
O -23.668 7.506 -1.003 0.357 0.068 -0.436
O -21.876 5.836 -0.091 0.627 -0.357 0.401
O 30.602 -0.016 -5.184 -0.223 -0.103 0.46
O -19.131 8.061 -0.454 -0.158 -0.01 -0.416
O -22.805 -4.654 -1.064 -0.371 -0.209 -0.282
O 12.352 -3.798 23.207 -0.095 -0.317 -0.392
O -19.726 -1.508 -1.098 0.084 0.368 -0.359
O -13.519 -0.023 22.152 -0.008 -0.111 0.375
O -13.707 -2.529 -0.132 0.208 0.102 0.035
O -12.945 -4.472 -1.551 0.3 -0.555 -0.258
O -28.081 1.29 -1.569 0.683 0.208 -0.177
O -13.361 2.38 -0.342 0.122 0.049 -0.814
O -13.222 2.618 -3.781 0.426 -0.008 0.272
O -9.225 0.617 -3.239 -0.592 -0.048 0.337
O -12.565 7.056 -1.426 0.119 0.062 -0.295
O 19.968 -6.896 24.365 -0.081 0.005 0.394
O -17.816 -3.415 -1.171 0.363 0.083 -0.341
O -15.294 -2.912 25.625 -0.621 0.04 0.055
O -11.363 -5.248 25.514 0.752 -0.354 -0.066
O -11.368 0.332 -0.378 0.069 -0.21 -0.381
O -12.395 -7.012 24.007 -0.232 -0.146 0.02
O -14.294 7.257 -3.397 -0.23 0.01 -0.249
O -7.243 1.44 -1.653 0.539 -0.199 -0.202
O 26.527 3.079 -5.377 -0.396 -0.15 0.237
O 27.856 1.54 24.738 0.195 0.308 0.481
O -14.63 -5.082 -3.63 0.179 -0.631 0.496
O -5.955 7.191 -1.252 0.105 -0.518 -0.39
O -8.114 -8.054 -0.416 0.03 0.038 -0.296
O -30.172 -4.975 -3.438 0.379 -0.407 0.072
O 10.163 7.832 25.66 -0.21 -0.073 -0.44
O 14.525 5.221 25.127 0.017 0.018 0.192
O -9.949 -1.51 -1.482 -0.082 -0.032 -0.388
O -5.323 2.908 25.597 -0.097 -0.463 -0.408
O -7.649 3.748 24.53 0.351 -0.041 -0.562
O 5.597 2.997 21.859 -0.142 -0.086 0.218
O 9.218 -6.571 -3.112 -0.38 0.164 0.041
O -4.006 7.706 -2.924 0.361 0.09 0.235
O -20.915 -6.489 -1.313 -0.173 -0.367 -0.327
O -2.822 8.127 0.267 0.085 0.066 0.104
O -0.824 1.965 -1.507 -0.11 -0.448 -0.273
O -6.162 -4.798 -1.508 0.196 -0.108 0.209
O 20.16 0.685 23.051 -0.054 0.086 -0.1
O -20.35 7.839 -4.355 -0.311 0.204 0.42
O -2.775 -2.684 -0.441 0.213 -0.021 -0.633
O -5.222 7.759 25.022 0.208 0.012 -0.432
O -25.668 -6.978 -4.99 -0.203 -0.275 -0.242
O -4.87 2.096 -5.869 0.421 -0.207 -0.065
O 3.831 7.075 25.562 -0.273 -0.429 -0.13
O -15.543 7.967 25.342 0.321 0.275 -0.036
O -9.855 -3.922 -2.566 -0.345 0.091 -0.168
O 25.378 1.311 -1.198 0.083 0.481 -0.338
O 0.846 -3.412 -3.858 -0.134 -0.101 -0.456
O 27.145 -4.011 -3.65 0.355 -0.461 -0.216
O 3.762 1.463 -1.799 0.095 -0.125 -0.192
O 27.161 -1.413 -3.573 0.32 0.557 0.032
O -17.593 -6.953 24.196 -0.58 -0.22 0.183
O -27.193 1.821 25.191 0.498 0.001 0.159
O -31.7 1.029 25.221 0.405 -0.431 -0.315
O 0.307 -0.912 -4.006 0.23 0.507 0.107
O 11.516 -5.608 -3.718 -0.394 -0.15 -0.115
O 13.525 0.162 22.169 -0.179 -0.144 0.547
O 3.349 -1.936 -6.283 -0.357 0.233 0.051
O 5.297 -6.354 -6.302 -0.609 0.086 0.067
O -6.505 0.073 24.709 -0.104 0.063 0.288
O -15.061 -3.489 -5.539 0.273 -0.098 -0.272
O -9.83 2.889 25.556 0 0.24 0.265
O -6.59 4.85 -2.907 -0.109 0.132 0.484
O -12.299 -3.804 -3.952 0.378 -0.304 -0.433
O -25.896 4.725 -3.66 -0.249 -0.325 0.223
O -10.738 5.254 -0.493 0.059 0.031 -0.26
O 24.774 -7.922 -3.387 -0.007 -0.341 -0.435
O 28.238 -2.534 -5.63 0.026 0.551 -0.125
O -0.422 -5.522 -3.504 -0.073 -0.422 -0.399
O -4.307 5.454 -4.12 -0.112 -0.195 -0.431
O 6.706 5.82 -6.886 0.496 0.392 -0.139

Results
total energy: -406607.166 eV
total energy less fixed offsets of O -438.25, Si -107.07 eV per atom: 5.634 eV
